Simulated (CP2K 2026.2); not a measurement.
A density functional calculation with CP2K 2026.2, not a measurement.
Periodic cell of 3024 atoms, Si2160O864, from a study of silicon, its oxide and their interface. The atomic structure is a simulated model.
Doubt: the forces sum to 4.04 eV/angstrom along one axis rather than to zero, so they err by at least 0.0013 eV/angstrom per atom on average; the grid cutoff is modest.

Settings: functional PBE; method Gaussian and plane waves; basis set DZVP-MOLOPT-SR-GTH; pseudopotentials GTH-PBE; grid cutoff 300 Ry, relative cutoff 40 Ry; k points Gamma only; occupations fixed; spin none; net charge 0.

Cell vectors (angstrom)
a	97.92	0	0
b	0	16.32	0
c	0.1766	-5.4635	33.2816

Atoms: element, x, y, z (angstrom)
Si	1.778	-1.638	-0.11
Si	3.802	1.587	-0.05
Si	1.589	3.819	-0.086
Si	4.369	6.632	-0.037
Si	1.222	-6.66	-0.018
Si	4.09	-3.704	0.199
Si	7.158	-1.495	0.021
Si	9.873	1.078	0.067
Si	6.574	4.404	0.089
Si	9.333	7.073	0.096
Si	7.128	9.305	0.037
Si	9.241	-3.854	-0.045
Si	12.124	-1.112	-0.037
Si	14.794	1.736	0.073
Si	12.616	3.924	0.466
Si	14.581	6.964	0.1
Si	12.28	-7.214	0.071
Si	15.115	-4.249	0.02
Si	2.732	0.011	1.299
Si	5.432	2.718	1.247
Si	2.74	5.448	1.194
Si	5.517	8.166	1.31
Si	2.838	-5.439	1.212
Si	5.569	-2.519	1.482
Si	8.298	-0.011	1.397
Si	10.923	2.686	1.428
Si	8.18	5.481	1.384
Si	10.868	-8.251	1.559
Si	8.181	-5.398	1.373
Si	10.913	-2.721	1.22
Si	13.683	0.039	1.305
Si	16.415	2.79	1.407
Si	13.738	5.475	1.71
Si	16.222	-8.155	1.311
Si	13.516	-5.498	1.224
Si	16.315	-2.733	1.397
Si	1.416	1.304	2.735
Si	4.08	4.084	2.632
Si	1.4	6.792	2.6
Si	4.135	9.528	2.624
Si	1.426	-4.103	2.565
Si	4.135	-1.219	2.744
Si	6.831	1.379	2.623
Si	9.532	4.075	2.711
Si	6.828	6.829	2.744
Si	9.55	-6.739	2.769
Si	6.821	-4.059	2.743
Si	9.622	-1.401	2.726
Si	12.321	1.342	2.76
Si	15.157	4.108	2.899
Si	12.219	6.748	2.926
Si	14.888	-6.792	2.698
Si	12.237	-4.089	2.618
Si	14.987	-1.327	2.708
Si	-0.028	-0.092	3.919
Si	2.769	2.709	4.033
Si	0.016	5.469	3.962
Si	2.762	8.15	3.962
Si	0.07	-5.399	4.008
Si	2.75	-2.709	3.959
Si	5.502	0.085	4.081
Si	8.16	2.716	4.035
Si	5.442	5.429	4.028
Si	8.175	-8.125	4.094
Si	5.448	-5.443	4.042
Si	8.221	-2.728	4.08
Si	10.951	-0.029	4.098
Si	13.674	2.719	4.122
Si	10.848	5.372	4.172
Si	13.601	-8.134	4.148
Si	10.924	-5.394	4.091
Si	13.6	-2.727	4.018
Si	1.291	-1.41	16.204
Si	3.975	1.341	16.235
Si	1.273	4.01	16.217
Si	4.001	6.751	16.251
Si	1.283	-6.876	16.191
Si	3.988	-4.101	16.187
Si	6.696	-1.362	16.265
Si	9.411	1.357	16.331
Si	6.752	4.04	16.337
Si	9.451	-9.616	16.329
Si	6.707	-6.856	16.258
Si	9.365	-4.14	16.176
Si	12.16	-1.347	16.26
Si	14.844	1.377	16.327
Si	12.147	4.045	16.431
Si	14.846	-9.552	16.375
Si	12.199	-6.916	16.28
Si	14.936	-4.107	16.287
Si	2.616	-0.012	17.596
Si	5.343	2.658	17.633
Si	2.642	5.368	17.585
Si	5.343	8.118	17.637
Si	2.677	-5.498	17.536
Si	5.285	-2.709	17.573
Si	7.995	0.032	17.672
Si	10.765	2.641	17.78
Si	8.106	5.383	17.765
Si	10.875	-8.313	17.661
Si	8.081	-5.51	17.601
Si	10.681	-2.717	17.447
Si	13.478	0.019	17.678
Si	16.197	2.716	17.704
Si	13.505	5.428	17.815
Si	16.17	-8.167	17.735
Si	13.581	-5.526	17.566
Si	16.248	-2.74	17.697
Si	1.209	1.307	18.958
Si	4.04	4.053	18.979
Si	1.212	6.703	18.874
Si	3.999	-6.815	18.993
Si	1.227	-4.196	18.81
Si	3.974	-1.32	19.002
Si	6.57	1.309	19.124
Si	9.423	3.973	19.195
Si	6.723	6.824	19.05
Si	9.508	-6.926	18.896
Si	6.632	-4.125	18.851
Si	9.404	-1.373	18.891
Si	12.098	1.246	19.174
Si	14.85	4.029	19.16
Si	12.139	-9.579	19.261
Si	14.854	-6.752	19.146
Si	12.039	-4.16	18.618
Si	14.808	-1.382	18.982
Si	-0.117	-0.08	20.371
Si	2.618	2.684	20.255
Si	-0.134	5.274	20.231
Si	2.509	8.147	20.224
Si	-0.144	-5.796	19.884
Si	2.503	-2.725	20.145
Si	5.248	-0.044	20.632
Si	7.895	2.679	20.507
Si	5.333	5.477	20.402
Si	8.224	8.123	20.364
Si	5.433	-5.466	20.352
Si	7.965	-2.719	20.117
Si	10.676	-0.182	20.482
Si	13.524	2.588	20.508
Si	10.854	5.216	20.66
Si	13.41	-8.04	20.604
Si	10.848	-5.468	20.107
Si	13.181	-2.77	19.995
Si	1.46	-1.256	21.691
Si	3.511	1.192	21.849
Si	1.545	4.274	21.58
Si	3.642	6.667	21.539
Si	0.736	-7.305	21.493
Si	3.794	-4.143	21.4
Si	6.908	-1.399	21.738
Si	8.986	0.956	21.662
Si	6.844	4.389	21.847
Si	9.242	6.488	21.794
Si	7.286	-6.429	21.579
Si	9.374	-4.134	21.245
Si	11.596	-2.041	21.678
Si	14.962	1.128	21.647
Si	12.413	3.925	22.113
Si	15.142	-9.124	21.758
Si	12.326	-6.201	21.8
Si	14.505	-4.034	21.335
Si	16.754	-1.409	-2.764
Si	9.686	4.276	25.87
Si	5.542	0.08	-2.222
Si	10.736	6.732	24.502
Si	5.536	-3.404	23.707
Si	3.214	-6.114	-3.571
Si	9.476	1.857	-7.092
Si	12.771	7.824	-5.59
Si	2.539	4.271	-6.508
Si	10.503	-1.991	-6.574
Si	7.285	4.107	-2.865
Si	14.021	-1.504	23.078
Si	4.373	7.507	24.47
Si	12.517	2.156	24.748
Si	15.579	4.965	25.833
Si	8.964	-7.233	-4.63
Si	18.128	-3.89	-3.981
Si	12.821	-3.268	-5.14
Si	-0.216	1.501	-2.681
Si	2.635	3.152	24.06
Si	6.308	-6.481	24.312
Si	11.684	5.156	-4.538
Si	1.619	-2.975	-7.032
Si	9.851	1.398	24.525
Si	14.549	-4.636	25.262
Si	5.303	4.632	24.544
Si	7.797	-0.586	-6.394
Si	11.613	-5.295	24.663
Si	5.326	2.415	-4.064
Si	13.955	-2.38	-2.264
Si	18.258	1.102	-3.795
Si	12.61	-5.973	-4.146
Si	17.731	6.82	-7.255
Si	15.763	2.266	-2.71
Si	8.046	4.692	-7.263
Si	16.266	-2.416	24.401
Si	6.859	-6.182	-6.466
Si	0.282	6.04	-6.743
Si	0.324	5.779	-2.175
Si	2.573	7.798	-2.253
Si	13.63	6.13	23.947
Si	14.932	-1.635	-6.526
Si	11.588	2.147	-4.737
Si	15.527	2.157	24.385
Si	9.604	2.605	-2.513
Si	15.154	-7.13	-4.585
Si	5.345	-4.438	-4.74
Si	5.338	3.41	-6.898
Si	8.749	5.947	-4.592
Si	14.253	0.894	-5.13
Si	11.038	5.324	-1.721
Si	17.788	-6.929	-2.999
Si	10.44	-5.883	-2.173
Si	5.186	-1.362	-4.774
Si	17.962	-1.623	0.13
Si	20.264	1.729	0.181
Si	18.024	3.928	0.086
Si	20.755	6.554	-0.106
Si	17.3	-6.516	0.035
Si	20.049	-3.992	0.24
Si	23.417	-1.51	0.321
Si	26.167	1.116	0.164
Si	22.995	4.349	0.157
Si	25.767	7.134	0.074
Si	23.481	-6.967	0.147
Si	25.597	-3.833	0.233
Si	28.478	-1.043	0.209
Si	31.988	0.756	0.279
Si	28.94	4.134	0.124
Si	31.826	6.437	0.213
Si	28.865	-6.364	-0.06
Si	31.623	-4.356	0.34
Si	19.093	0.042	1.37
Si	21.814	2.845	1.524
Si	19.169	5.513	1.345
Si	21.791	-8.134	1.284
Si	18.895	-5.519	1.501
Si	21.76	-2.781	1.415
Si	24.576	0.082	1.558
Si	27.443	2.716	1.36
Si	24.645	5.497	1.387
Si	27.49	-8.027	1.188
Si	24.565	-5.439	1.54
Si	27.331	-2.725	1.428
Si	30.132	-0.039	1.541
Si	32.833	2.568	1.598
Si	30.275	5.347	1.583
Si	32.836	-8.224	1.522
Si	30.058	-5.403	1.691
Si	32.685	-2.81	1.748
Si	17.71	1.358	2.753
Si	20.446	4.19	2.843
Si	17.711	6.853	2.646
Si	20.419	-6.831	2.715
Si	17.622	-4.08	2.835
Si	20.451	-1.336	2.753
Si	23.181	1.444	2.835
Si	26.003	4.081	2.709
Si	23.211	6.856	2.72
Si	26.074	-6.789	2.741
Si	23.139	-4.086	2.828
Si	25.961	-1.357	2.841
Si	28.756	1.399	2.838
Si	31.497	3.96	2.978
Si	28.742	6.826	2.683
Si	31.413	-6.895	2.909
Si	28.648	-4.016	2.912
Si	31.328	-1.411	3.022
Si	16.343	0.003	4.107
Si	19.076	2.745	4.117
Si	16.472	5.509	4.166
Si	19.061	-8.163	4.083
Si	16.252	-5.463	4.124
Si	19.061	-2.7	4.111
Si	21.817	0.018	4.135
Si	24.604	2.78	4.135
Si	21.856	5.523	4.149
Si	24.611	-8.13	4.079
Si	21.774	-5.47	4.122
Si	24.547	-2.719	4.163
Si	27.338	0.019	4.178
Si	30.039	2.706	4.303
Si	27.331	5.478	4.077
Si	30.01	-8.218	4.223
Si	27.301	-5.43	4.208
Si	29.973	-2.731	4.356
Si	17.615	-1.373	16.339
Si	20.354	1.354	16.357
Si	17.613	4.048	16.359
Si	20.278	-9.532	16.318
Si	17.583	-6.815	16.372
Si	20.325	-4.035	16.328
Si	23.05	-1.324	16.389
Si	25.74	1.323	16.359
Si	23.024	4.066	16.307
Si	25.768	-9.505	16.346
Si	23.058	-6.769	16.284
Si	25.805	-4.036	16.362
Si	28.508	-1.386	16.472
Si	31.277	1.344	16.534
Si	28.533	4.091	16.413
Si	31.254	-9.502	16.496
Si	28.513	-6.766	16.417
Si	31.248	-4.078	16.583
Si	19.007	-0.038	17.688
Si	21.71	2.72	17.723
Si	18.967	5.403	17.727
Si	21.641	-8.107	17.577
Si	18.958	-5.393	17.666
Si	21.669	-2.682	17.72
Si	24.367	0.04	17.798
Si	27.105	2.702	17.64
Si	24.331	5.469	17.628
Si	27.138	-8.155	17.694
Si	24.409	-5.4	17.63
Si	27.129	-2.743	17.83
Si	29.872	-0.036	17.831
Si	32.625	2.736	17.893
Si	29.911	5.418	17.801
Si	32.504	-8.147	17.964
Si	29.805	-5.436	17.878
Si	32.618	-2.724	17.973
Si	17.582	1.305	18.954
Si	20.398	4.081	19.098
Si	17.513	-9.601	19.029
Si	20.359	-6.731	18.965
Si	17.66	-4.047	19.082
Si	20.352	-1.332	19.154
Si	23	1.412	19.204
Si	25.655	4.025	18.894
Si	22.938	-9.459	18.932
Si	25.755	-6.752	18.964
Si	23.065	-4.062	19.004
Si	25.753	-1.332	19.107
Si	28.464	1.403	19.033
Si	31.236	4.057	19.229
Si	28.479	-9.544	19.035
Si	31.041	-6.816	19.318
Si	28.42	-4.129	19.275
Si	31.178	-1.411	19.265
Si	16.322	-0.149	20.313
Si	18.937	2.656	20.289
Si	16.165	5.404	20.564
Si	18.934	-8.111	20.149
Si	16.285	-5.311	20.48
Si	19.061	-2.786	20.518
Si	21.645	0.063	20.614
Si	24.393	2.839	20.473
Si	21.72	5.572	20.454
Si	24.338	-8.113	20.188
Si	21.754	-5.453	20.38
Si	24.365	-2.687	20.407
Si	27.113	0.076	20.386
Si	29.736	2.756	20.477
Si	27.015	5.372	20.149
Si	29.584	-8.252	20.638
Si	26.976	-5.541	20.559
Si	29.792	-2.78	20.662
Si	17.799	-1.291	21.787
Si	19.865	1.111	21.8
Si	17.923	4.249	21.659
Si	19.982	-9.602	21.576
Si	17.519	-6.995	21.619
Si	20.776	-3.86	21.782
Si	22.897	-1.529	21.822
Si	25.999	1.653	21.71
Si	23.435	4.602	21.75
Si	25.624	-9.596	21.375
Si	23.339	-6.623	21.67
Si	25.4	-4.265	21.775
Si	28.605	-1.076	21.76
Si	30.785	1.164	21.825
Si	28.064	3.943	21.624
Si	31.227	-9.468	21.792
Si	27.717	-7.403	21.898
Si	30.944	-4.384	22.007
Si	30.364	2.093	-4.791
Si	23.542	2.236	25.937
Si	22.929	6.762	25.975
Si	27.61	-4.553	-7.136
Si	19.29	-7.833	23.939
Si	26.157	-7.278	-6.807
Si	27.246	-2.95	23.777
Si	28.335	6.808	-6.995
Si	18.156	4.05	-6.805
Si	25.374	8.064	25.948
Si	22.749	1.274	-4.964
Si	32.962	2.723	-6.378
Si	21.908	4.28	24.438
Si	31.375	6.705	-2.792
Si	30.84	2.478	24.62
Si	26.683	-6.863	-3.718
Si	33.409	-1.223	-4.198
Si	34.89	0.203	-6.425
Si	17.355	-3.546	-6.989
Si	19.281	3.072	23.998
Si	22.358	-5.562	-4.63
Si	22.394	7.854	-4.627
Si	17.597	5.78	-4.508
Si	26.506	4.233	-7.229
Si	29	-0.2	-6.475
Si	24.543	0.042	24.04
Si	24.213	-1.293	-4.773
Si	28.939	-5.563	23.702
Si	21.128	0.753	-2.581
Si	28.691	-1.755	-2.68
Si	34.842	-3.77	-3.67
Si	29.343	-8.006	-4.515
Si	35.227	0.868	24.256
Si	38.615	-6.231	-2.455
Si	23.193	-6.983	24.599
Si	32.705	-3.047	23.956
Si	23.994	-6.884	-2.743
Si	19.918	1.799	-6.287
Si	16.047	5.135	-2.05
Si	19.843	7.149	-3.141
Si	29.611	5.31	23.927
Si	34.598	-5.529	23.887
Si	26.907	0.092	-4.494
Si	32.188	1.198	-2.717
Si	27.112	5.378	-1.593
Si	30.651	-2.351	-4.988
Si	20.68	-4.177	-2.54
Si	20.885	-5.345	24.544
Si	25.433	2.724	-4.771
Si	35.067	5.015	-6.228
Si	25.036	3.113	-1.759
Si	27.164	-4.469	-2.074
Si	29.637	-5.064	-4.926
Si	22.442	-1.778	-2.448
Si	34.17	-1.411	0.744
Si	37.075	0.996	0.347
Si	33.987	4.16	0.338
Si	37.154	6.433	0.388
Si	33.897	-6.636	0.155
Si	36.425	-3.486	0.354
Si	39.309	-1.217	0.699
Si	42.374	1.087	0.295
Si	39.205	4.079	0.35
Si	41.943	7.01	0.492
Si	39.739	-7.092	0.399
Si	42.566	-4.792	0.198
Si	44.568	-1.2	0.253
Si	47.246	1.536	0.313
Si	45.023	3.874	0.262
Si	46.993	7.269	0.271
Si	44.84	-6.891	0.697
Si	47.774	-4.408	0.191
Si	35.542	0.033	1.856
Si	38.079	2.622	1.744
Si	35.513	5.349	1.657
Si	38.211	-8.273	1.706
Si	35.501	-5.421	1.424
Si	38.072	-2.749	1.87
Si	40.879	0.038	1.795
Si	43.471	2.709	1.586
Si	40.774	5.342	1.631
Si	43.448	-8.249	1.924
Si	40.884	-5.537	1.684
Si	43.474	-2.896	1.456
Si	46.151	-0.076	1.59
Si	48.89	2.639	1.594
Si	46.1	5.52	1.575
Si	48.788	-8.139	1.563
Si	46.271	-5.416	1.725
Si	48.877	-2.773	1.5
Si	34.14	1.374	3.114
Si	36.759	3.997	3.099
Si	34.169	6.785	2.956
Si	36.813	-6.794	2.89
Si	34.12	-4.201	2.974
Si	36.833	-1.341	3.232
Si	39.514	1.379	3.129
Si	42.158	4.045	3.003
Si	39.516	6.714	3.099
Si	42.139	-6.817	3.189
Si	39.514	-4.159	3.034
Si	42.201	-1.497	2.967
Si	44.84	1.34	2.963
Si	47.552	4.124	2.883
Si	44.842	6.709	3.146
Si	47.587	-6.798	3.071
Si	44.869	-4.044	2.988
Si	47.56	-1.401	2.907
Si	32.72	-0.036	4.354
Si	35.432	2.712	4.507
Si	32.798	5.406	4.31
Si	35.471	-8.139	4.318
Si	32.739	-5.527	4.315
Si	35.404	-2.779	4.402
Si	38.193	0.019	4.521
Si	40.848	2.742	4.451
Si	38.128	5.386	4.431
Si	40.809	-8.217	4.491
Si	38.14	-5.508	4.364
Si	40.832	-2.758	4.395
Si	43.53	-0.063	4.335
Si	46.214	2.734	4.285
Si	43.486	5.361	4.447
Si	46.216	-8.17	4.407
Si	43.552	-5.415	4.413
Si	46.22	-2.699	4.346
Si	34.001	-1.322	16.671
Si	36.732	1.374	16.699
Si	33.99	4.11	16.567
Si	36.742	-9.483	16.69
Si	33.952	-6.752	16.69
Si	36.718	-4.032	16.695
Si	39.481	-1.306	16.679
Si	42.218	1.409	16.659
Si	39.428	4.119	16.702
Si	42.181	-9.466	16.653
Si	39.45	-6.724	16.726
Si	42.234	-4.035	16.719
Si	44.973	-1.303	16.636
Si	47.719	1.42	16.583
Si	44.966	4.134	16.62
Si	47.705	-9.48	16.548
Si	44.939	-6.711	16.611
Si	47.69	-3.98	16.531
Si	35.351	0.045	18.095
Si	38.084	2.733	18.09
Si	35.334	5.446	17.97
Si	38.09	-8.101	18.094
Si	35.331	-5.367	18.073
Si	38.086	-2.633	18.037
Si	40.884	0.034	18.036
Si	43.597	2.787	17.986
Si	40.789	5.519	18.03
Si	43.565	-8.076	17.954
Si	40.831	-5.359	18.101
Si	43.646	-2.654	18.049
Si	46.389	0.046	17.958
Si	49.092	2.809	17.909
Si	46.381	5.48	17.947
Si	49.106	-8.103	17.831
Si	46.32	-5.294	17.907
Si	49.09	-2.655	17.879
Si	33.955	1.485	19.377
Si	36.645	4.099	19.412
Si	33.915	-9.52	19.264
Si	36.687	-6.736	19.438
Si	33.966	-3.993	19.461
Si	36.729	-1.336	19.473
Si	39.52	1.357	19.418
Si	42.181	4.146	19.322
Si	39.484	-9.436	19.481
Si	42.213	-6.786	19.405
Si	39.495	-3.875	19.436
Si	42.301	-1.276	19.414
Si	45.048	1.447	19.285
Si	47.787	4.155	19.33
Si	44.999	-9.433	19.215
Si	47.746	-6.681	19.105
Si	45.057	-3.969	19.423
Si	47.792	-1.318	19.307
Si	32.458	0.112	20.538
Si	35.282	2.786	20.909
Si	32.588	5.382	20.624
Si	35.178	-8.117	20.68
Si	32.495	-5.45	20.63
Si	35.331	-2.589	20.934
Si	38.143	0.015	20.819
Si	40.908	2.741	20.751
Si	38.022	5.513	20.725
Si	40.917	-8.151	20.922
Si	38.13	-5.302	20.71
Si	40.917	-2.51	20.865
Si	43.757	0.073	20.692
Si	46.419	2.782	20.672
Si	43.607	5.551	20.548
Si	46.36	-7.967	20.446
Si	43.589	-5.335	20.672
Si	46.539	-2.658	20.805
Si	33.865	-0.954	22.021
Si	37.021	1.635	22.081
Si	34.134	4.473	22.22
Si	36.371	-9.626	21.972
Si	33.397	-7.17	21.946
Si	36.552	-4.297	22.15
Si	39.557	-1.161	22.336
Si	42.685	1.713	21.977
Si	39.229	3.892	21.925
Si	42.697	-9.303	22.144
Si	39.749	-6.403	22.011
Si	42.03	-4.217	22.049
Si	45.329	-1.058	22.071
Si	47.528	1.163	21.999
Si	44.802	4.04	21.803
Si	47.925	-9.083	21.712
Si	44.802	-6.917	21.865
Si	48.085	-4.081	21.993
Si	-48.127	4.015	-2.481
Si	39.762	-7.384	-4.97
Si	38.255	8.111	23.984
Si	41.555	-6.404	-7.138
Si	37.486	-5.751	-6.439
Si	42.487	1.751	24.993
Si	39.957	0.648	-7.043
Si	44.175	7.023	-6.018
Si	34.367	6.292	-3.739
Si	42.787	-4.641	-2.714
Si	38.155	-2.758	-6.267
Si	41.831	3.013	-6.859
Si	39.377	5.442	24.519
Si	45.924	-4.211	-7.089
Si	48.822	3.266	23.732
Si	48.394	6.599	-2.438
Si	48.577	0.293	-4.824
Si	47.531	-1.464	-7.104
Si	37.925	4.16	-6.532
Si	33.575	3.393	25.129
Si	34.548	-6.031	-5.586
Si	39.192	3.47	-3.874
Si	30.708	-5.505	-2.102
Si	43.981	-2.96	24.21
Si	41.085	-2.054	-6.669
Si	40.306	-0.228	25.154
Si	42.218	-2.042	-3.901
Si	46.096	-5.291	24.138
Si	36.872	1.77	-2.77
Si	44.82	-2.489	-2.568
Si	-48.064	-1.663	-2.834
Si	-42.835	-3.451	-4.12
Si	-46.49	-6.867	-6.594
Si	-45.53	-6.385	-3.844
Si	38.23	-3.205	24.394
Si	-47.2	-3.142	23.597
Si	39.567	6.577	-3.45
Si	34.356	3.312	-2.577
Si	36.827	7.712	-2.355
Si	33.683	-6.271	-2.742
Si	46.704	5.359	23.644
Si	-47.305	-6.984	24.904
Si	40.363	1.918	-1.811
Si	45.256	4.036	-2.775
Si	43.055	4.486	-4.489
Si	46.595	-6.034	-4.709
Si	37.674	-3.369	-2.539
Si	29.448	4.288	-2.851
Si	37.548	0.024	-5.202
Si	48.734	5.319	-6.084
Si	42.394	6.65	-2.405
Si	43.174	6.749	25.213
Si	43.903	-7.334	-3.864
Si	39.805	-1.135	-2.098
Si	50.485	-1.711	0.145
Si	52.664	1.414	0.226
Si	50.574	3.713	0.392
Si	53.043	6.542	0.147
Si	50.041	-6.518	0.441
Si	52.754	-3.92	0.237
Si	55.862	-1.726	0.093
Si	-39.3	1.211	0.205
Si	55.317	4.389	0.178
Si	-39.915	6.992	0.294
Si	55.851	-7.024	0.337
Si	-39.918	-4.019	0.132
Si	-37.127	-1.022	0.028
Si	-34.185	1.862	0.043
Si	-36.483	3.996	-0.006
Si	-34.492	7.094	0.043
Si	-36.653	-6.919	0.255
Si	-34.02	-4.349	0.013
Si	51.523	-0.101	1.546
Si	54.263	2.686	1.434
Si	51.623	5.386	1.619
Si	54.181	-8.172	1.486
Si	51.593	-5.36	1.69
Si	54.32	-2.755	1.536
Si	-40.91	-0.053	1.368
Si	-38.108	2.848	1.346
Si	-41.025	5.432	1.57
Si	-38.252	-8.139	1.475
Si	-40.959	-5.444	1.653
Si	-38.231	-2.73	1.271
Si	-35.416	0.132	1.226
Si	-32.774	2.992	1.46
Si	-35.5	5.535	1.476
Si	-32.704	-8.144	1.17
Si	-35.471	-5.396	1.506
Si	-32.927	-2.691	1.314
Si	50.218	1.274	2.954
Si	53	4.031	2.938
Si	50.192	6.784	2.875
Si	52.927	-6.81	2.927
Si	50.229	-4.013	3.003
Si	52.985	-1.355	2.887
Si	-42.233	1.347	2.749
Si	-39.526	4.094	2.77
Si	-42.335	6.843	2.905
Si	-39.503	-6.758	2.899
Si	-42.314	-4.093	2.96
Si	-39.536	-1.383	2.747
Si	-36.742	1.463	2.696
Si	-34.113	4.257	2.841
Si	-36.891	6.832	2.82
Si	-34.041	-6.827	2.69
Si	-36.851	-3.984	2.733
Si	-34.189	-1.276	2.667
Si	48.882	-0.045	4.324
Si	51.607	2.682	4.266
Si	48.898	5.438	4.298
Si	51.566	-8.175	4.258
Si	48.941	-5.417	4.386
Si	51.63	-2.67	4.307
Si	-43.569	0.036	4.196
Si	-40.861	2.706	4.123
Si	-43.597	5.435	4.283
Si	-40.903	-8.125	4.216
Si	-43.636	-5.461	4.302
Si	-40.872	-2.697	4.191
Si	-38.134	0.045	4.044
Si	-35.43	2.794	4.119
Si	-38.207	5.456	4.168
Si	-35.428	-8.13	4.087
Si	-38.13	-5.362	4.165
Si	-35.484	-2.632	4.073
Si	50.454	-1.269	16.548
Si	53.16	1.466	16.469
Si	50.45	4.152	16.526
Si	53.178	-9.424	16.461
Si	50.456	-6.721	16.501
Si	53.157	-4.002	16.464
Si	-42.019	-1.29	16.405
Si	-39.29	1.404	16.382
Si	-41.993	4.134	16.434
Si	-39.329	-9.475	16.332
Si	-42.036	-6.728	16.43
Si	-39.35	-4.007	16.378
Si	-36.597	-1.302	16.342
Si	-33.857	1.404	16.258
Si	-36.553	4.115	16.301
Si	-33.851	-9.528	16.207
Si	-36.579	-6.759	16.262
Si	-33.867	-4.029	16.226
Si	51.813	0.157	17.871
Si	54.581	2.783	17.81
Si	51.852	5.533	17.825
Si	54.535	-8.057	17.825
Si	51.839	-5.368	17.859
Si	54.534	-2.615	17.77
Si	-40.667	0.078	17.766
Si	-37.859	2.741	17.689
Si	-40.624	5.507	17.774
Si	-37.928	-8.119	17.614
Si	-40.679	-5.365	17.784
Si	-38.001	-2.623	17.716
Si	-35.18	0.047	17.664
Si	-32.423	2.768	17.528
Si	-35.158	5.449	17.647
Si	-32.443	-8.143	17.453
Si	-35.219	-5.377	17.582
Si	-32.477	-2.706	17.581
Si	50.457	1.501	19.292
Si	53.293	4.215	19.14
Si	50.488	-9.443	19.19
Si	53.189	-6.715	19.254
Si	50.49	-3.99	19.202
Si	53.281	-1.156	19.136
Si	55.928	1.415	19.19
Si	-39.19	4.107	19.046
Si	55.931	-9.417	19.132
Si	-39.212	-6.754	19.024
Si	55.808	-4.02	19.144
Si	-39.34	-1.255	19.155
Si	-36.473	1.411	19.083
Si	-33.68	4.102	18.952
Si	-36.572	-9.491	18.939
Si	-33.784	-6.798	18.782
Si	-36.609	-4.034	18.955
Si	-33.794	-1.356	18.955
Si	49.119	0.074	20.674
Si	51.922	2.936	20.502
Si	49.174	5.566	20.629
Si	51.85	-8.115	20.588
Si	49.167	-5.452	20.496
Si	51.858	-2.481	20.384
Si	54.615	0.122	20.678
Si	57.326	2.82	20.425
Si	54.608	5.573	20.562
Si	57.368	-8.071	20.405
Si	54.463	-5.316	20.657
Si	57.155	-2.637	20.469
Si	-37.923	0.126	20.471
Si	-34.884	2.659	20.369
Si	-37.763	5.403	20.389
Si	-35.191	-8.047	20.138
Si	-37.887	-5.386	20.404
Si	-35.234	-2.683	20.258
Si	50.892	-0.911	21.864
Si	53.037	1.43	21.889
Si	50.869	4.485	21.895
Si	53.056	-9.608	21.943
Si	50.247	-7.01	21.895
Si	53.191	-3.629	21.869
Si	55.609	-1.618	21.984
Si	58.723	1.611	21.84
Si	56.292	4.454	21.749
Si	58.574	-9.696	21.622
Si	56.227	-6.485	21.732
Si	58.379	-4.239	21.619
Si	-36.434	-1.218	21.683
Si	-33.993	0.828	21.778
Si	-35.923	4.343	21.526
Si	-34.021	-9.499	21.495
Si	-36.162	-6.485	21.584
Si	-33.979	-4.303	21.338
Si	-35.977	6.006	-2.195
Si	-43.42	0.404	-5.013
Si	-43.186	-4.276	-7.099
Si	-36.966	-7.836	-6.787
Si	-46.347	-3.977	-7.024
Si	-40.032	-7.214	-6.527
Si	-43.287	-7.792	24.076
Si	-38.92	5.268	-4.688
Si	-44.158	5.334	-6.453
Si	-39.553	-4.417	-6.293
Si	-38.21	-4.896	25.765
Si	-38.174	-2.527	23.923
Si	-44.44	2.231	24.955
Si	-33.466	6.175	-6.507
Si	-32.662	-0.644	24.139
Si	-38.063	-4.238	-3.942
Si	-31.008	-3.026	-4.617
Si	-32.323	-0.185	-5.185
Si	-48.072	2.622	-6.698
Si	48.641	-7.894	-6.464
Si	47.419	-3.681	-2.854
Si	-46.577	4.464	-4.928
Si	-41.956	3.908	24.79
Si	-41.049	1.286	-6.511
Si	-38.089	6.505	24.343
Si	-40.41	-0.374	24.038
Si	-40.199	-2.285	-4.46
Si	-36.594	-7.258	24.585
Si	-43.444	0.163	-1.852
Si	-38.202	0.079	-4.527
Si	-29.816	-2.492	-1.984
Si	-34.095	-7.022	-6.969
Si	-30.493	2.315	-5.805
Si	-28.646	-7.297	-4.694
Si	-44.819	-5.682	25.845
Si	-32.881	-3.587	24.094
Si	-41.221	6.29	-6.4
Si	47.64	1.916	-2.602
Si	46.574	6.175	-4.488
Si	-46.757	8.056	-1.83
Si	-37.397	3.4	23.75
Si	-33.807	-6.175	25.581
Si	-35.873	-1.036	-2.727
Si	-29.772	-3.932	24.726
Si	-39.707	2.52	-4.116
Si	-32.966	-5.388	-4.489
Si	-43.416	-5.415	-1.994
Si	-43.69	2.365	-6.938
Si	-41.334	2.433	-1.722
Si	-36.138	5.93	-5.296
Si	-38.661	7.192	-2.271
Si	-35.102	-3.698	-2.912
Si	-38.647	-6.149	-1.873
Si	-45.922	-3.364	-4.106
Si	-31.689	-1.268	-0.016
Si	-29.229	1.872	-0.154
Si	-31.252	4.217	0.172
Si	-28.578	6.461	-0.176
Si	-31.615	-6.397	0.003
Si	-28.397	-4.262	-0.168
Si	-26.142	-1.427	-0.43
Si	-22.873	0.988	-0.252
Si	-26.177	4.409	-0.337
Si	-22.845	6.563	-0.057
Si	-26.15	-6.536	-0.389
Si	-22.793	-4.569	-0.386
Si	-20.607	-1.143	0.053
Si	-17.125	1.176	-0.246
Si	-20.651	4.212	-0.149
Si	-17.084	6.105	-0.218
Si	-20.486	-6.765	-0.09
Si	-17.594	-4.311	-0.181
Si	-30.258	0.206	1.178
Si	-27.325	2.758	0.979
Si	-29.905	5.508	1.488
Si	-27.337	-8.147	0.917
Si	-30.016	-5.283	1.228
Si	-27.346	-2.656	1.157
Si	-24.581	-0.15	0.903
Si	-21.837	2.633	1.105
Si	-24.587	5.459	1.062
Si	-21.7	-8.232	1.245
Si	-24.51	-5.486	0.965
Si	-21.827	-2.863	1.06
Si	-18.979	0.161	1.081
Si	-16.251	2.592	1.404
Si	-18.916	5.261	1.061
Si	-16.284	-8.307	0.994
Si	-19.047	-5.503	1.206
Si	-16.56	-2.797	1.335
Si	-31.449	1.499	2.7
Si	-28.526	4.039	2.617
Si	-31.357	6.905	2.644
Si	-28.64	-6.788	2.427
Si	-31.394	-3.966	2.605
Si	-28.767	-1.245	2.434
Si	-25.932	1.309	2.279
Si	-23.232	4.03	2.407
Si	-25.946	6.858	2.389
Si	-23.177	-6.825	2.441
Si	-25.858	-4.06	2.391
Si	-23.229	-1.466	2.375
Si	-20.404	1.387	2.489
Si	-17.716	3.962	2.579
Si	-20.288	6.677	2.464
Si	-17.667	-6.961	2.432
Si	-20.443	-4.12	2.499
Si	-17.833	-1.316	2.57
Si	-32.763	0.057	4.01
Si	-29.953	2.759	3.987
Si	-32.669	5.572	4.085
Si	-29.955	-8.065	3.927
Si	-32.681	-5.402	3.983
Si	-30.009	-2.617	3.908
Si	-27.288	0.033	3.762
Si	-24.581	2.658	3.741
Si	-27.195	5.481	3.871
Si	-24.556	-8.162	3.792
Si	-27.234	-5.431	3.765
Si	-24.542	-2.745	3.824
Si	-21.817	-0.067	3.728
Si	-19.102	2.68	3.936
Si	-21.789	5.367	3.759
Si	-19.025	-8.243	3.85
Si	-21.819	-5.477	3.824
Si	-19.147	-2.73	3.885
Si	-31.138	-1.314	16.245
Si	-28.443	1.347	16.211
Si	-31.086	4.119	16.176
Si	-28.453	-9.475	16.147
Si	-31.106	-6.715	16.189
Si	-28.444	-4.047	16.175
Si	-25.782	-1.34	16.162
Si	-23.099	1.3	16.045
Si	-25.791	4.071	16.108
Si	-23.062	-9.555	16.076
Si	-25.746	-6.78	16.114
Si	-23.116	-4.125	16.056
Si	-20.387	-1.426	16.064
Si	-17.653	1.321	16.074
Si	-20.356	4.03	16.019
Si	-17.634	-9.596	16.056
Si	-20.396	-6.848	16.02
Si	-17.698	-4.17	16.032
Si	-29.774	0.023	17.646
Si	-27.05	2.692	17.547
Si	-29.717	5.458	17.554
Si	-27.106	-8.09	17.484
Si	-29.752	-5.365	17.605
Si	-27.107	-2.698	17.558
Si	-24.406	0.006	17.516
Si	-21.742	2.68	17.331
Si	-24.44	5.435	17.438
Si	-21.694	-8.2	17.416
Si	-24.437	-5.419	17.511
Si	-21.714	-2.853	17.401
Si	-19.027	-0.043	17.391
Si	-16.346	2.667	17.527
Si	-18.957	5.323	17.387
Si	-16.314	-8.258	17.474
Si	-19.069	-5.514	17.403
Si	-16.327	-2.824	17.355
Si	-31.128	1.452	18.967
Si	-28.344	4.079	18.926
Si	-31.061	-9.427	18.837
Si	-28.336	-6.695	18.95
Si	-31.112	-4.002	18.989
Si	-28.412	-1.369	19.007
Si	-25.668	1.404	18.986
Si	-23.105	3.982	18.709
Si	-25.764	-9.476	18.79
Si	-23.028	-6.81	18.775
Si	-25.779	-4.048	18.95
Si	-23.035	-1.481	18.721
Si	-20.374	1.391	18.698
Si	-17.695	4.037	18.924
Si	-20.304	-9.634	18.677
Si	-17.777	-6.918	18.748
Si	-20.438	-4.242	18.834
Si	-17.737	-1.53	18.682
Si	-32.397	-0.015	20.308
Si	-29.767	2.824	20.338
Si	-32.397	5.621	20.251
Si	-29.638	-8.154	20.203
Si	-32.418	-5.548	20.184
Si	-29.81	-2.634	20.47
Si	-27.011	-0.006	20.325
Si	-24.243	2.777	20.376
Si	-26.909	5.426	20.243
Si	-24.45	-8.071	20.102
Si	-27.121	-5.296	20.476
Si	-24.298	-2.756	20.228
Si	-21.661	-0.086	19.938
Si	-19.18	2.718	20.241
Si	-21.781	5.402	19.922
Si	-19.045	-8.357	20.15
Si	-21.69	-5.635	20.308
Si	-19.123	-2.824	20.111
Si	-30.759	-0.878	21.77
Si	-28.484	1.309	21.59
Si	-30.838	4.536	21.602
Si	-28.464	-9.73	21.508
Si	-30.851	-6.709	21.549
Si	-28.859	-4.24	21.879
Si	-25.361	-1.159	21.581
Si	-23.064	0.988	21.411
Si	-25.217	4.533	21.688
Si	-23.077	-9.532	21.243
Si	-25.44	-6.508	21.563
Si	-23.184	-4.355	21.587
Si	-20.196	-1.167	21.39
Si	-17.971	0.969	21.243
Si	-20.629	4.208	21.515
Si	-17.338	-9.222	21.55
Si	-20.727	-7.491	21.525
Si	-17.658	-4.117	21.353
Si	-18.418	-0.322	-6.869
Si	-22.814	7.639	-6.77
Si	-25.867	-4.068	-7.011
Si	-28.027	-2.615	-5.325
Si	-26.834	8.063	23.788
Si	-21.333	2.178	23.592
Si	-24.821	-1.687	24.471
Si	-19.233	-6.516	-6.947
Si	-31.247	5.042	-4.935
Si	-24.542	-6.458	-6.117
Si	-25.94	1.325	-6.991
Si	-17.427	-0.821	25.753
Si	-26.958	3.033	23.869
Si	-18.692	1.802	25.004
Si	-16.736	2.865	23.24
Si	-24.369	6.14	-5.076
Si	-15.423	-1.08	-3.992
Si	-12.708	-7.525	-4.571
Si	-25.94	-2.967	-3.153
Si	-29.189	3.824	25.755
Si	-32.374	8.012	23.795
Si	-25.542	3.699	-3.36
Si	-31.784	4.986	24.439
Si	-20.966	4.12	-3.146
Si	-21.928	-2.437	23.747
Si	-26.128	0.824	25.928
Si	-23.249	0.203	-5.794
Si	-19.201	-5.867	23.615
Si	-28.138	0.116	-2.305
Si	-18.054	-2.496	-4.605
Si	-13.518	-2.282	-1.907
Si	-19.762	-7.659	-2.955
Si	-14.812	5.001	-6.996
Si	-8.974	7.34	-7.233
Si	-27.918	-6.135	25.665
Si	-15.557	-0.021	-6.643
Si	-28.99	6.623	-6.349
Si	-33.321	0.324	-2.21
Si	-30.969	6.118	-2.114
Si	-31.229	-7.349	-2.811
Si	-18.568	5.274	23.337
Si	-14.53	-5.448	24.061
Si	-23.743	-2.639	-5.152
Si	-20.741	-4.329	25.602
Si	-18.197	3.948	-4.601
Si	-15.491	-7.247	-3.394
Si	-25.99	-6.18	-3.39
Si	-27.7	2.067	-4.514
Si	-23.201	1.883	-3.285
Si	-15.435	-2.364	24.264
Si	-22.427	6.993	-2.988
Si	-19.509	-2.95	-2.216
Si	-21.829	-6.259	-5.476
Si	-22.104	-4.374	-3.202
Si	-15.31	-1.272	0.205
Si	-12.656	1.824	-0.099
Si	-14.838	3.969	0.226
Si	-11.928	6.415	-0.298
Si	-15.355	-6.58	-0.353
Si	-12.154	12.059	-0.302
Si	-9.292	-1.518	-0.09
Si	-6.467	1.07	-0.153
Si	-9.677	4.178	-0.242
Si	-6.571	6.823	-0.527
Si	-9.912	-6.5	-0.3
Si	-7.145	-3.739	-0.071
Si	-4.386	-1.278	-0.35
Si	-1.237	1.486	0.174
Si	-3.596	3.595	-0.353
Si	-1.505	7.177	0.004
Si	-3.741	-6.997	-0.025
Si	-0.999	-4.458	-0.263
Si	-13.648	0.056	1.188
Si	-10.906	2.755	1.18
Si	-13.445	5.463	1.253
Si	-10.917	8.131	0.989
Si	-13.714	10.848	0.977
Si	-10.945	-2.729	1.068
Si	-8.079	-0.008	1.193
Si	-5.281	2.662	1.053
Si	-8.039	5.468	0.87
Si	-5.42	8.134	1.083
Si	-8.267	-5.445	1.054
Si	-5.477	-2.686	1.195
Si	-2.649	-0.199	1.012
Si	0.156	2.765	1.465
Si	-2.688	5.403	0.996
Si	0.019	8.248	1.406
Si	-2.586	-5.42	1.213
Si	0.101	-2.812	1.072
Si	-14.914	1.264	2.721
Si	-12.151	4.093	2.624
Si	-14.904	6.819	2.486
Si	-12.327	9.472	2.366
Si	-15.004	12.18	2.471
Si	-12.247	-1.348	2.448
Si	-9.522	1.344	2.457
Si	-6.719	4.077	2.319
Si	-9.434	6.809	2.321
Si	-6.814	-6.79	2.379
Si	-9.598	-4.097	2.465
Si	-6.768	-1.34	2.603
Si	-3.957	1.268	2.436
Si	-1.338	4.173	2.559
Si	-4.082	6.714	2.43
Si	-1.33	-6.724	2.712
Si	-4.049	-4.071	2.468
Si	-1.308	-1.485	2.449
Si	-16.367	-0.084	3.949
Si	-13.552	2.716	3.945
Si	-16.302	5.408	3.812
Si	-13.593	8.164	3.854
Si	-16.331	10.772	3.804
Si	-13.62	-2.748	3.794
Si	-10.862	-0.032	3.828
Si	-8.112	2.736	3.739
Si	-10.752	5.487	3.83
Si	-8.14	-8.167	3.762
Si	-10.944	-5.498	3.772
Si	-8.183	-2.764	3.839
Si	-5.365	0.019	3.881
Si	-2.673	2.689	3.837
Si	-5.432	5.387	3.807
Si	-2.745	8.113	3.862
Si	-5.44	-5.461	3.78
Si	-2.686	-2.757	3.87
Si	-14.99	-1.408	16.043
Si	-12.278	1.318	16.075
Si	-14.98	4.016	16.13
Si	-12.286	6.748	16.098
Si	-14.978	9.439	16.101
Si	-12.291	-4.147	16.089
Si	-9.616	-1.428	16.051
Si	-6.879	1.297	16.036
Si	-9.614	4.039	16.066
Si	-6.919	6.74	16.131
Si	-9.573	-6.859	16.117
Si	-6.846	-4.145	16.059
Si	-4.118	-1.441	16.124
Si	-1.404	1.262	16.123
Si	-4.18	4.004	16.083
Si	-1.472	6.662	16.076
Si	-4.218	9.436	16.07
Si	-1.474	-4.136	16.119
Si	-13.66	-0.029	17.411
Si	-10.921	2.667	17.451
Si	-13.606	5.377	17.484
Si	-10.944	8.099	17.484
Si	-13.592	10.768	17.469
Si	-10.999	-2.735	17.449
Si	-8.25	-0.061	17.36
Si	-5.548	2.642	17.413
Si	-8.31	5.374	17.481
Si	-5.567	8.114	17.479
Si	-8.226	-5.442	17.434
Si	-5.455	-2.857	17.449
Si	-2.714	-0.12	17.49
Si	-0.12	2.624	17.536
Si	-2.822	5.321	17.468
Si	-0.122	-8.331	17.42
Si	-2.891	-5.508	17.41
Si	-0.111	-2.8	17.495
Si	-14.983	1.265	18.85
Si	-12.25	4.011	18.861
Si	-14.93	-9.594	18.881
Si	-12.242	9.44	18.916
Si	-14.976	-4.167	18.737
Si	-12.374	-1.362	18.822
Si	-9.597	1.247	18.778
Si	-7.032	3.881	18.77
Si	-9.63	6.763	18.897
Si	-6.858	9.59	18.837
Si	-9.62	-4.082	18.771
Si	-6.857	-1.428	18.63
Si	-4.078	1.334	18.702
Si	-1.502	3.956	18.884
Si	-4.272	6.617	18.769
Si	-1.61	-7.01	18.62
Si	-4.13	-4.196	18.927
Si	-1.404	-1.493	18.955
Si	-16.398	-0.202	20.035
Si	-13.628	2.642	20.226
Si	-16.287	5.394	20.294
Si	-13.538	-8.276	20.318
Si	-16.39	-5.534	20.001
Si	-13.716	-2.771	20.159
Si	-11.023	0.027	20.171
Si	-8.216	2.42	20.25
Si	-10.874	5.315	20.322
Si	-8.283	8.266	20.126
Si	-10.911	-5.437	20.237
Si	-8.267	-2.613	20.019
Si	-5.369	-0.177	19.858
Si	-2.9	2.665	20.275
Si	-5.73	5.267	20.062
Si	-2.957	-8.277	20.065
Si	-5.562	-5.396	20.38
Si	-2.667	-2.981	20.336
Si	-15.441	-1.828	21.459
Si	-12.08	1.567	21.613
Si	-14.722	4.184	21.587
Si	-12.471	6.388	21.727
Si	-15.181	-6.973	21.359
Si	-11.984	-3.714	21.421
Si	-9.754	-1.441	21.423
Si	-6.514	1.125	21.361
Si	-9.712	3.647	21.59
Si	-6.83	6.933	21.307
Si	-9.225	9.909	21.562
Si	-7.186	-3.978	21.517
Si	-3.96	-1.337	21.338
Si	-1.837	1.01	21.571
Si	-4.71	3.674	21.442
Si	-1.462	6.799	21.34
Si	-4.534	-7.239	21.491
Si	-1.23	-4.577	21.443
Si	2.434	-0.536	-5.461
Si	-7.36	-1.621	25.95
Si	-10.851	-2.884	-6.561
Si	-4.917	7.603	25.396
Si	-11.204	6.205	24.547
Si	-6.756	-5.569	-7.027
Si	-6.79	-6.695	25.698
Si	-6.167	8.068	-6.121
Si	-16.297	1.965	-3.183
Si	-6.916	-2.185	-4.518
Si	-11.133	-0.473	-5.017
Si	-3.542	1.722	-5.748
Si	-8.369	5.498	23.697
Si	-1.84	4.722	25.896
Si	-1.552	0.752	24.617
Si	-4.164	-2.83	-3.196
Si	-3.036	-1.059	-6.891
Si	2.211	2.21	-4.402
Si	-11.935	-4.416	24.407
Si	-12.349	0.774	24.562
Si	-11.228	3.464	25.817
Si	-6.981	4.785	-4.315
Si	-17.459	6.708	-3.281
Si	-9.632	-0.398	24.422
Si	-6.361	1.329	-6.526
Si	-6.256	-1.445	23.165
Si	-8.315	0.286	-4.345
Si	-2.535	-6.565	23.632
Si	-11.372	-0.166	-1.888
Si	0.724	-1.175	-3.038
Si	-2.168	5.776	-3.907
Si	-1.116	7.812	25.538
Si	0.595	-7.475	-6.767
Si	5.526	-5.278	-1.945
Si	-9.599	-6.346	24.485
Si	1.205	-2.673	24.531
Si	-9.494	6.573	-4.398
Si	-17.947	-5.7	-4.511
Si	-13.95	3.802	-4.309
Si	-12.275	6.128	-3.266
Si	-3.416	5.515	23.539
Si	1.315	-4.982	22.884
Si	-2.902	3.085	-3.307
Si	-3.132	7.695	-6.245
Si	-6.382	-7.934	-3.087
Si	0.827	-5.034	-4.767
Si	-10.066	-6.871	-3.306
Si	-13.019	1.7	-6.297
Si	-8.096	2.545	-2.443
Si	-1.483	3.715	-7.26
Si	-4.723	6.194	-2.669
Si	-1.299	-3.576	-3.253
Si	-5.425	-5.323	-2.162
Si	-8.681	-4.581	-4.936
Si	1.351	-1.396	5.316
Si	4.119	1.397	5.427
Si	1.353	4.071	5.321
Si	4.082	6.794	5.365
Si	1.395	9.504	5.328
Si	4.077	-4.074	5.359
Si	6.835	-1.349	5.396
Si	9.535	1.344	5.396
Si	6.8	4.074	5.396
Si	9.505	6.803	5.458
Si	6.794	-6.791	5.43
Si	9.549	-4.075	5.461
Si	12.275	-1.396	5.452
Si	14.992	1.347	5.486
Si	12.266	4.042	5.477
Si	15.004	6.824	5.467
Si	12.247	-6.766	5.477
Si	14.927	-4.068	5.453
Si	17.699	-1.351	5.473
Si	20.441	1.381	5.476
Si	17.757	4.097	5.517
Si	20.437	6.832	5.484
Si	17.682	-6.804	5.444
Si	20.418	-4.081	5.466
Si	23.178	-1.345	5.499
Si	25.935	1.386	5.507
Si	23.207	4.126	5.49
Si	25.932	6.804	5.468
Si	23.197	-6.801	5.458
Si	25.894	-4.086	5.541
Si	28.618	-1.329	5.638
Si	31.36	1.343	5.69
Si	28.638	4.123	5.547
Si	31.366	6.761	5.62
Si	28.657	-6.811	5.565
Si	31.365	-4.126	5.649
Si	34.05	-1.4	5.736
Si	36.797	1.355	5.839
Si	34.078	4.103	5.786
Si	36.784	6.808	5.734
Si	34.089	-6.835	5.709
Si	36.793	-4.123	5.735
Si	39.524	-1.391	5.808
Si	42.196	1.314	5.739
Si	39.487	4.075	5.819
Si	42.185	6.763	5.817
Si	39.45	-6.835	5.798
Si	42.19	-4.079	5.779
Si	44.895	-1.346	5.739
Si	47.561	1.37	5.665
Si	44.885	4.027	5.749
Si	47.59	6.791	5.722
Si	44.884	-6.794	5.767
Si	47.566	-4.065	5.718
Si	50.282	-1.341	5.688
Si	-44.914	1.365	5.607
Si	50.277	4.074	5.633
Si	-44.966	6.8	5.618
Si	50.297	-6.8	5.694
Si	-44.953	-4.063	5.647
Si	-42.204	-1.322	5.554
Si	-39.479	1.37	5.47
Si	-42.178	4.076	5.552
Si	-39.524	6.828	5.538
Si	-42.222	-6.78	5.614
Si	-39.497	-4.038	5.539
Si	-36.8	-1.29	5.458
Si	-34.062	1.409	5.422
Si	-36.795	4.119	5.487
Si	-34.048	6.872	5.452
Si	-36.743	-6.742	5.462
Si	-34.055	-4.033	5.344
Si	-31.346	-1.298	5.319
Si	-28.575	1.361	5.253
Si	-31.292	4.143	5.349
Si	-28.589	6.829	5.231
Si	-31.293	-6.73	5.333
Si	-28.591	-4.046	5.169
Si	-25.916	-1.348	5.138
Si	-23.179	1.315	5.101
Si	-25.843	4.069	5.177
Si	-23.147	6.774	5.112
Si	-25.89	-6.786	5.167
Si	-23.167	-4.1	5.184
Si	-20.504	-1.378	5.205
Si	-17.718	1.316	5.254
Si	-20.472	4.058	5.218
Si	-17.66	6.745	5.204
Si	-20.428	-6.851	5.154
Si	-17.709	12.181	5.141
Si	-14.97	-1.447	5.227
Si	-12.197	1.316	5.229
Si	-14.962	4.073	5.221
Si	-12.193	6.798	5.168
Si	-14.968	9.487	5.215
Si	-12.264	-4.119	5.157
Si	-9.521	-1.394	5.197
Si	-6.783	1.377	5.169
Si	-9.445	4.071	5.169
Si	-6.795	6.775	5.149
Si	-9.538	-6.836	5.13
Si	-6.8	12.199	5.173
Si	-4.044	-1.383	5.226
Si	-1.358	1.326	5.247
Si	-4.078	4.029	5.188
Si	-1.371	6.812	5.279
Si	-4.117	-6.836	5.19
Si	-1.355	-4.078	5.301
Si	2.714	-0.022	6.683
Si	5.457	2.738	6.786
Si	2.703	5.429	6.699
Si	5.43	-8.178	6.751
Si	2.729	-5.457	6.709
Si	5.447	-2.724	6.723
Si	8.178	-0.003	6.775
Si	10.882	2.681	6.798
Si	8.141	5.429	6.781
Si	10.877	-8.155	6.801
Si	8.164	-5.443	6.787
Si	10.898	-2.725	6.823
Si	13.62	-0.026	6.819
Si	16.345	2.731	6.829
Si	13.621	5.442	6.8
Si	16.344	-8.151	6.842
Si	13.592	-5.417	6.843
Si	16.317	-2.719	6.81
Si	19.061	0.018	6.828
Si	21.818	2.744	6.828
Si	19.108	5.454	6.863
Si	21.809	-8.134	6.833
Si	19.041	-5.437	6.815
Si	21.791	-2.719	6.83
Si	24.543	0.021	6.857
Si	27.266	2.748	6.9
Si	24.557	5.471	6.864
Si	27.26	-8.168	6.891
Si	24.515	-5.444	6.872
Si	27.236	-2.72	6.932
Si	29.98	-0.003	7.026
Si	32.695	2.711	7.076
Si	29.986	5.429	6.977
Si	32.702	-8.195	7.027
Si	29.986	-5.472	6.985
Si	32.681	-2.755	7.061
Si	35.406	-0.036	7.118
Si	38.139	2.723	7.185
Si	35.43	5.469	7.125
Si	38.104	-8.176	7.156
Si	35.423	-5.466	7.093
Si	38.128	-2.753	7.122
Si	40.859	-0.008	7.153
Si	43.54	2.68	7.119
Si	40.826	5.435	7.185
Si	43.536	-8.156	7.137
Si	40.823	-5.446	7.129
Si	43.543	-2.702	7.121
Si	46.239	0.029	7.085
Si	48.935	2.729	7.022
Si	46.232	5.435	7.084
Si	48.945	-8.152	7.065
Si	46.24	-5.424	7.109
Si	48.941	-2.704	7.059
Si	-46.258	0.029	7.005
Si	-43.539	2.741	6.937
Si	-46.288	5.444	7
Si	-43.575	-8.153	6.958
Si	-46.268	-5.424	7.034
Si	-43.546	-2.684	6.941
Si	-40.82	0.037	6.884
Si	-38.126	2.741	6.841
Si	-40.835	5.452	6.914
Si	-38.106	-8.113	6.827
Si	-40.832	-5.403	6.919
Si	-38.117	-2.662	6.851
Si	-35.401	0.048	6.795
Si	-32.649	2.772	6.716
Si	-35.391	5.484	6.8
Si	-32.643	-8.08	6.734
Si	-35.366	-5.376	6.78
Si	-32.672	-2.68	6.692
Si	-29.935	0.031	6.646
Si	-27.208	2.744	6.577
Si	-29.914	5.498	6.665
Si	-27.216	-8.136	6.573
Si	-29.909	-5.371	6.632
Si	-27.232	-2.705	6.548
Si	-24.527	-0.012	6.509
Si	-21.829	2.664	6.524
Si	-24.471	5.42	6.528
Si	-21.792	-8.203	6.51
Si	-24.519	-5.454	6.543
Si	-21.824	-2.749	6.565
Si	-19.101	-0.047	6.567
Si	-16.334	2.696	6.564
Si	-19.064	5.407	6.546
Si	-16.319	8.115	6.563
Si	-19.067	10.835	6.517
Si	-16.347	-2.808	6.549
Si	-13.598	-0.051	6.551
Si	-10.826	2.7	6.537
Si	-13.57	5.432	6.536
Si	-10.867	-8.172	6.545
Si	-13.613	-5.459	6.55
Si	-10.897	-2.764	6.531
Si	-8.146	-0.014	6.525
Si	-5.443	2.702	6.574
Si	-8.127	5.423	6.552
Si	-5.462	8.122	6.555
Si	-8.175	10.835	6.516
Si	-5.439	-2.759	6.546
Si	-2.719	-0.025	6.615
Si	-0.007	2.679	6.639
Si	-2.733	5.397	6.581
Si	-0.008	8.152	6.656
Si	-2.744	-5.486	6.582
Si	-0.01	-2.74	6.682
Si	1.344	1.334	8.028
Si	4.056	4.087	8.094
Si	1.33	6.784	8.039
Si	4.066	-6.817	8.091
Si	1.336	-4.113	8.04
Si	4.064	-1.375	8.064
Si	6.804	1.351	8.122
Si	9.511	4.062	8.13
Si	6.774	6.783	8.126
Si	9.505	-6.811	8.157
Si	6.785	-4.083	8.117
Si	9.517	-1.366	8.154
Si	12.233	1.324	8.165
Si	14.96	4.077	8.173
Si	12.24	6.797	8.149
Si	14.96	-6.792	8.181
Si	12.227	-4.082	8.204
Si	14.966	-1.372	8.192
Si	17.691	1.366	8.192
Si	20.449	4.083	8.212
Si	17.697	6.796	8.193
Si	20.416	-6.786	8.181
Si	17.673	-4.082	8.174
Si	20.415	-1.357	8.181
Si	23.159	1.375	8.203
Si	25.887	4.1	8.25
Si	23.155	6.817	8.209
Si	25.878	-6.805	8.241
Si	23.141	-4.076	8.211
Si	25.869	-1.344	8.259
Si	28.601	1.391	8.316
Si	31.317	4.081	8.392
Si	28.608	6.809	8.3
Si	31.342	-6.815	8.37
Si	28.605	-4.08	8.302
Si	31.324	-1.371	8.396
Si	34.05	1.354	8.451
Si	36.771	4.103	8.504
Si	34.043	6.812	8.454
Si	36.753	-6.802	8.497
Si	34.057	-4.091	8.432
Si	36.771	-1.382	8.481
Si	39.496	1.351	8.519
Si	42.198	4.059	8.5
Si	39.47	6.807	8.525
Si	42.177	-6.795	8.499
Si	39.478	-4.087	8.505
Si	42.206	-1.355	8.515
Si	44.901	1.361	8.49
Si	47.607	4.089	8.426
Si	44.901	6.802	8.475
Si	47.608	-6.786	8.445
Si	44.893	-4.063	8.478
Si	47.607	-1.332	8.43
Si	-47.601	1.392	8.376
Si	-44.882	4.102	8.323
Si	-47.604	6.811	8.398
Si	-44.882	-6.777	8.353
Si	-47.612	-4.061	8.402
Si	-44.881	-1.331	8.335
Si	-42.158	1.391	8.275
Si	-39.444	4.105	8.237
Si	-42.18	6.816	8.283
Si	-39.438	-6.765	8.228
Si	-42.169	-4.036	8.288
Si	-39.451	-1.314	8.235
Si	-36.733	1.4	8.18
Si	-33.995	4.116	8.108
Si	-36.728	6.85	8.171
Si	-33.99	-6.737	8.118
Si	-36.719	-4.03	8.162
Si	-34.004	-1.329	8.095
Si	-31.269	1.396	8.034
Si	-28.545	4.102	7.973
Si	-31.27	6.848	8.045
Si	-28.555	-6.772	7.961
Si	-31.276	-4.036	8.021
Si	-28.566	-1.356	7.961
Si	-25.845	1.362	7.912
Si	-23.137	4.052	7.903
Si	-25.834	6.797	7.898
Si	-23.138	-6.827	7.88
Si	-25.861	-4.073	7.907
Si	-23.175	-1.368	7.9
Si	-20.449	1.332	7.904
Si	-17.707	4.046	7.909
Si	-20.422	6.776	7.891
Si	-17.699	9.483	7.892
Si	-20.422	-4.115	7.883
Si	-17.71	-1.42	7.888
Si	-14.966	1.317	7.896
Si	-12.224	4.045	7.883
Si	-14.945	6.766	7.908
Si	-12.245	-6.825	7.897
Si	-14.979	-4.131	7.924
Si	-12.248	-1.412	7.91
Si	-9.502	1.326	7.91
Si	-6.798	4.057	7.932
Si	-9.521	6.767	7.897
Si	-6.832	9.478	7.905
Si	-9.531	-4.123	7.886
Si	-6.806	-1.391	7.898
Si	-4.104	1.329	7.947
Si	-1.385	4.045	7.974
Si	-4.103	6.76	7.931
Si	-1.392	-6.822	7.987
Si	-4.105	-4.121	7.933
Si	-1.379	-1.377	8.005
Si	-0.022	-0.033	9.372
Si	2.691	2.693	9.407
Si	-0.037	5.399	9.365
Si	2.688	-8.189	9.42
Si	-0.036	-5.482	9.373
Si	2.693	-2.752	9.4
Si	5.417	-0.019	9.441
Si	8.146	2.709	9.491
Si	5.409	5.426	9.474
Si	8.134	-8.183	9.489
Si	5.421	-5.463	9.459
Si	8.139	-2.733	9.492
Si	10.865	-0.02	9.53
Si	13.588	2.703	9.512
Si	10.867	5.424	9.49
Si	13.585	-8.164	9.52
Si	10.855	-5.458	9.532
Si	13.588	-2.72	9.553
Si	16.315	0.005	9.545
Si	19.044	2.731	9.548
Si	16.312	5.435	9.536
Si	19.049	-8.154	9.541
Si	16.31	-5.435	9.543
Si	19.035	-2.714	9.532
Si	21.769	0.011	9.544
Si	24.504	2.732	9.586
Si	21.786	5.455	9.572
Si	24.497	-8.151	9.596
Si	21.763	-5.429	9.559
Si	24.491	-2.713	9.587
Si	27.228	0.009	9.64
Si	29.949	2.717	9.726
Si	27.234	5.444	9.644
Si	29.96	-8.17	9.701
Si	27.226	-5.447	9.629
Si	29.946	-2.735	9.713
Si	32.677	-0.014	9.781
Si	35.4	2.722	9.827
Si	32.675	5.433	9.775
Si	35.387	-8.154	9.843
Si	32.683	-5.453	9.763
Si	35.4	-2.735	9.828
Si	38.118	-0.009	9.854
Si	40.839	2.724	9.882
Si	38.116	5.453	9.883
Si	40.822	-8.141	9.877
Si	38.11	-5.438	9.864
Si	40.827	-2.709	9.862
Si	43.551	0.018	9.868
Si	46.258	2.751	9.817
Si	43.543	5.451	9.849
Si	46.256	-8.139	9.82
Si	43.536	-5.418	9.847
Si	46.259	-2.687	9.813
Si	-48.94	0.038	9.763
Si	-46.223	2.756	9.713
Si	-48.951	5.463	9.774
Si	-46.231	-8.128	9.725
Si	-48.95	-5.412	9.784
Si	-46.227	-2.682	9.716
Si	-43.5	0.041	9.662
Si	-40.786	2.756	9.616
Si	-43.512	5.468	9.669
Si	-40.786	-8.128	9.599
Si	-43.503	-5.398	9.67
Si	-40.787	-2.672	9.617
Si	-38.064	0.043	9.565
Si	-35.334	2.761	9.493
Si	-38.059	5.482	9.555
Si	-35.337	-8.106	9.491
Si	-38.054	-5.393	9.55
Si	-35.335	-2.676	9.496
Si	-32.614	0.036	9.415
Si	-29.891	2.755	9.364
Si	-32.611	5.484	9.427
Si	-29.888	-8.116	9.37
Si	-32.603	-5.382	9.436
Si	-29.905	-2.687	9.366
Si	-27.192	0.011	9.297
Si	-24.484	2.709	9.282
Si	-27.171	5.458	9.308
Si	-24.476	-8.175	9.269
Si	-27.189	-5.422	9.308
Si	-24.503	-2.727	9.278
Si	-21.795	-0.029	9.264
Si	-19.065	2.68	9.257
Si	-21.762	5.404	9.256
Si	-19.054	8.126	9.252
Si	-21.774	-5.474	9.245
Si	-19.061	-2.77	9.257
Si	-16.34	-0.051	9.239
Si	-13.596	2.68	9.24
Si	-16.324	5.401	9.247
Si	-13.598	-8.19	9.263
Si	-16.339	-5.494	9.271
Si	-13.616	-2.762	9.269
Si	-10.882	-0.041	9.256
Si	-8.165	2.687	9.282
Si	-10.884	5.404	9.256
Si	-8.184	8.122	9.273
Si	-10.894	-5.471	9.258
Si	-8.178	-2.757	9.251
Si	-5.465	-0.043	9.292
Si	-2.751	2.681	9.323
Si	-5.455	5.404	9.304
Si	-2.754	8.111	9.318
Si	-5.474	-5.487	9.279
Si	-2.755	-2.766	9.319
Si	1.325	-1.395	10.744
Si	4.048	1.342	10.783
Si	1.319	4.048	10.75
Si	4.038	-9.538	10.807
Si	1.309	-6.839	10.758
Si	4.028	-4.11	10.783
Si	6.757	-1.374	10.825
Si	9.485	1.344	10.859
Si	6.765	4.059	10.835
Si	9.488	-9.552	10.845
Si	6.765	-6.827	10.836
Si	9.483	-4.098	10.872
Si	12.212	-1.371	10.907
Si	14.933	1.355	10.899
Si	12.213	4.059	10.857
Si	14.93	-9.533	10.88
Si	12.21	-6.827	10.889
Si	14.936	-4.091	10.905
Si	17.666	-1.365	10.898
Si	20.388	1.359	10.902
Si	17.654	4.074	10.905
Si	20.386	-9.519	10.916
Si	17.665	-6.807	10.891
Si	20.389	-4.071	10.903
Si	23.113	-1.349	10.921
Si	25.851	1.374	10.97
Si	23.126	4.085	10.936
Si	25.847	-9.512	10.973
Si	23.11	-6.789	10.936
Si	25.848	-4.074	10.959
Si	28.577	-1.349	11.03
Si	31.304	1.359	11.11
Si	28.575	4.091	11.044
Si	31.309	-9.51	11.105
Si	28.585	-6.789	11.02
Si	31.314	-4.076	11.094
Si	34.036	-1.359	11.166
Si	36.759	1.369	11.201
Si	34.031	4.09	11.167
Si	36.747	-9.501	11.221
Si	34.031	-6.776	11.177
Si	36.753	-4.071	11.223
Si	39.475	-1.349	11.235
Si	42.197	1.374	11.242
Si	39.481	4.098	11.237
Si	42.191	-9.502	11.222
Si	39.46	-6.783	11.242
Si	42.184	-4.061	11.223
Si	44.919	-1.336	11.204
Si	47.638	1.396	11.146
Si	44.911	4.106	11.205
Si	47.63	-9.495	11.16
Si	44.905	-6.774	11.195
Si	47.628	-4.044	11.156
Si	-47.561	-1.317	11.099
Si	-44.836	1.404	11.047
Si	-47.559	4.115	11.104
Si	-44.843	-9.48	11.047
Si	-47.565	-6.764	11.113
Si	-44.845	-4.035	11.048
Si	-42.121	-1.312	11.002
Si	-39.4	1.402	10.946
Si	-42.119	4.119	10.999
Si	-39.4	-9.479	10.937
Si	-42.114	-6.761	10.988
Si	-39.396	-4.035	10.933
Si	-36.67	-1.318	10.883
Si	-33.949	1.388	10.811
Si	-36.668	4.12	10.877
Si	-33.953	-9.48	10.81
Si	-36.673	-6.752	10.886
Si	-33.952	-4.036	10.827
Si	-31.24	-1.327	10.754
Si	-28.526	1.372	10.691
Si	-31.231	4.111	10.751
Si	-28.515	-9.5	10.693
Si	-31.227	-6.758	10.757
Si	-28.53	-4.062	10.693
Si	-25.836	-1.357	10.653
Si	-23.124	1.344	10.638
Si	-25.816	4.081	10.656
Si	-23.111	-9.546	10.619
Si	-25.818	-6.799	10.641
Si	-23.125	-4.104	10.609
Si	-20.419	-1.398	10.606
Si	-17.695	1.312	10.602
Si	-20.403	4.046	10.624
Si	-17.684	6.76	10.603
Si	-20.405	9.493	10.61
Si	-17.697	-4.125	10.621
Si	-14.984	-1.402	10.615
Si	-12.253	1.314	10.61
Si	-14.966	4.032	10.598
Si	-12.25	-9.562	10.617
Si	-14.968	-6.849	10.626
Si	-12.258	-4.125	10.627
Si	-9.538	-1.408	10.626
Si	-6.826	1.318	10.651
Si	-9.546	4.038	10.63
Si	-6.839	6.757	10.639
Si	-9.558	9.476	10.622
Si	-6.841	-4.127	10.628
Si	-4.121	-1.409	10.666
Si	-1.402	1.321	10.697
Si	-4.117	4.033	10.678
Si	-1.411	6.753	10.71
Si	-4.126	9.474	10.66
Si	-1.409	-4.121	10.702
Si	2.681	-0.035	12.111
Si	5.392	2.695	12.174
Si	2.677	5.397	12.135
Si	5.399	-8.196	12.185
Si	2.666	-5.484	12.13
Si	5.372	-2.747	12.146
Si	8.103	-0.012	12.202
Si	10.837	2.709	12.211
Si	8.121	5.413	12.205
Si	10.836	-8.208	12.224
Si	8.118	-5.476	12.211
Si	10.835	-2.742	12.247
Si	13.558	0.007	12.264
Si	16.279	2.719	12.271
Si	13.564	5.412	12.228
Si	16.284	-8.171	12.235
Si	13.563	-5.46	12.249
Si	16.289	-2.719	12.255
Si	19.009	0.008	12.26
Si	21.73	2.725	12.266
Si	18.994	5.444	12.265
Si	21.728	-8.15	12.282
Si	19.016	-5.439	12.244
Si	21.733	-2.698	12.27
Si	24.466	0.007	12.292
Si	27.203	2.711	12.368
Si	24.47	5.44	12.312
Si	27.2	-8.15	12.343
Si	24.459	-5.418	12.301
Si	27.198	-2.723	12.347
Si	29.93	-0.014	12.439
Si	32.665	2.711	12.493
Si	29.93	5.44	12.427
Si	32.663	-8.153	12.496
Si	29.938	-5.443	12.416
Si	32.66	-2.727	12.499
Si	35.393	0	12.544
Si	38.109	2.737	12.579
Si	35.381	5.45	12.557
Si	38.088	-8.135	12.604
Si	35.377	-5.422	12.575
Si	38.11	-2.705	12.597
Si	40.829	0.02	12.605
Si	43.553	2.756	12.584
Si	40.83	5.474	12.6
Si	43.545	-8.121	12.574
Si	40.818	-5.408	12.594
Si	43.548	-2.683	12.566
Si	46.287	0.051	12.528
Si	49.011	2.763	12.481
Si	46.278	5.481	12.545
Si	49.004	-8.117	12.489
Si	46.275	-5.398	12.534
Si	49.005	-2.665	12.478
Si	-46.18	0.052	12.429
Si	-43.457	2.771	12.385
Si	-46.18	5.491	12.43
Si	-43.459	-8.11	12.37
Si	-46.187	-5.383	12.434
Si	-43.468	-2.664	12.378
Si	-40.739	0.052	12.334
Si	-38.007	2.765	12.263
Si	-40.733	5.486	12.326
Si	-38.019	-8.11	12.266
Si	-40.737	-5.39	12.316
Si	-38.012	-2.673	12.262
Si	-35.286	0.044	12.21
Si	-32.557	2.743	12.136
Si	-35.283	5.48	12.203
Si	-32.569	-8.118	12.133
Si	-35.291	-5.392	12.22
Si	-32.576	-2.67	12.154
Si	-29.86	0.026	12.092
Si	-27.158	2.729	12.035
Si	-29.855	5.47	12.086
Si	-27.146	-8.146	12.039
Si	-29.857	-5.402	12.099
Si	-27.169	-2.705	12.042
Si	-24.471	-0.008	12.011
Si	-21.749	2.687	11.995
Si	-24.449	5.43	12.011
Si	-21.745	-8.192	11.971
Si	-24.464	-5.444	12.001
Si	-21.765	-2.757	11.973
Si	-19.049	-0.049	11.963
Si	-16.323	2.669	11.956
Si	-19.028	5.398	11.973
Si	-16.322	8.1	11.976
Si	-19.046	10.834	11.985
Si	-16.334	-2.768	11.979
Si	-13.619	-0.045	11.969
Si	-10.916	2.678	11.984
Si	-13.616	5.392	11.962
Si	-10.914	-8.2	11.99
Si	-13.616	-5.488	11.989
Si	-10.902	-2.768	11.989
Si	-8.194	-0.044	11.999
Si	-5.482	2.67	12.031
Si	-8.202	5.399	11.997
Si	-5.495	8.109	12.007
Si	-8.209	10.831	11.984
Si	-5.493	-2.776	12.005
Si	-2.763	-0.055	12.036
Si	-0.049	2.663	12.072
Si	-2.773	5.38	12.059
Si	-0.055	8.1	12.093
Si	-2.769	-5.499	12.041
Si	-0.05	-2.772	12.072
Si	1.313	1.321	13.449
Si	4.03	4.054	13.53
Si	1.296	6.741	13.474
Si	4.015	-6.839	13.513
Si	1.282	-4.129	13.463
Si	4.014	-1.387	13.501
Si	6.736	1.346	13.56
Si	9.469	4.048	13.574
Si	6.748	-9.565	13.563
Si	9.462	-6.86	13.577
Si	6.711	-4.11	13.51
Si	9.448	-1.371	13.573
Si	12.171	1.373	13.603
Si	14.905	4.079	13.631
Si	12.174	-9.59	13.588
Si	14.918	-6.833	13.6
Si	12.19	-4.112	13.609
Si	14.92	-1.362	13.613
Si	17.628	1.347	13.628
Si	20.334	4.066	13.616
Si	17.606	-9.53	13.623
Si	20.342	-6.796	13.631
Si	17.646	-4.093	13.597
Si	20.36	-1.345	13.625
Si	23.08	1.362	13.624
Si	25.822	4.081	13.684
Si	23.071	-9.525	13.638
Si	25.819	-6.776	13.66
Si	23.086	-4.046	13.644
Si	25.81	-1.357	13.663
Si	28.545	1.349	13.763
Si	31.286	4.085	13.81
Si	28.549	-9.496	13.732
Si	31.292	-6.779	13.819
Si	28.566	-4.063	13.732
Si	31.29	-1.36	13.834
Si	34.026	1.366	13.884
Si	36.739	4.097	13.934
Si	34.028	-9.481	13.895
Si	36.723	-6.771	13.968
Si	34.007	-4.052	13.919
Si	36.746	-1.335	13.946
Si	39.468	1.397	13.959
Si	42.195	4.117	13.958
Si	39.46	-9.483	13.964
Si	42.183	-6.76	13.948
Si	39.47	-4.052	13.978
Si	42.201	-1.335	13.96
Si	44.935	1.396	13.915
Si	47.665	4.115	13.866
Si	44.923	-9.471	13.919
Si	47.659	-6.755	13.869
Si	44.922	-4.033	13.905
Si	47.674	-1.292	13.86
Si	50.404	1.416	13.811
Si	-44.786	4.149	13.763
Si	50.4	-9.468	13.81
Si	-44.787	-6.735	13.75
Si	50.388	-4.016	13.811
Si	-44.8	-1.301	13.767
Si	-42.071	1.417	13.721
Si	-39.338	4.123	13.649
Si	-42.078	-9.47	13.701
Si	-39.358	-6.745	13.653
Si	-42.079	-4.025	13.695
Si	-39.343	-1.311	13.646
Si	-36.626	1.4	13.593
Si	-33.892	4.101	13.514
Si	-36.631	-9.483	13.581
Si	-33.895	-6.765	13.529
Si	-36.637	-4.029	13.603
Si	-33.908	-1.314	13.549
Si	-31.185	1.384	13.488
Si	-28.487	4.092	13.419
Si	-31.189	-9.478	13.464
Si	-28.473	-6.774	13.419
Si	-31.19	-4.029	13.481
Si	-28.497	-1.345	13.434
Si	-25.811	1.355	13.388
Si	-23.091	4.056	13.359
Si	-25.787	-9.52	13.386
Si	-23.103	-6.833	13.328
Si	-25.8	-4.068	13.383
Si	-23.112	-1.394	13.34
Si	-20.391	1.305	13.34
Si	-17.666	4.029	13.326
Si	-20.375	-9.55	13.326
Si	-17.676	9.458	13.331
Si	-20.406	-4.116	13.334
Si	-17.689	-1.4	13.331
Si	-14.969	1.32	13.331
Si	-12.288	4.031	13.344
Si	-14.963	6.739	13.337
Si	-12.27	-6.848	13.364
Si	-14.985	-4.137	13.344
Si	-12.278	-1.414	13.336
Si	-9.567	1.316	13.346
Si	-6.855	4.044	13.368
Si	-9.575	-9.57	13.354
Si	-6.884	9.449	13.348
Si	-9.56	-4.14	13.358
Si	-6.851	-1.418	13.364
Si	-4.136	1.287	13.39
Si	-1.428	3.994	13.419
Si	-4.16	6.746	13.384
Si	-1.426	9.462	13.432
Si	-4.148	-4.141	13.373
Si	-1.407	-1.408	13.411
Si	-0.032	-0.066	14.782
Si	2.64	2.68	14.844
Si	-0.065	5.33	14.783
Si	2.655	8.096	14.848
Si	-0.072	-5.508	14.815
Si	2.631	-2.761	14.824
Si	5.348	-0.02	14.887
Si	8.095	2.71	14.933
Si	5.393	5.39	14.931
Si	8.104	-8.228	14.949
Si	5.373	-5.478	14.877
Si	8.029	-2.733	14.872
Si	10.784	0.015	14.939
Si	13.504	2.743	14.985
Si	10.821	5.366	14.977
Si	13.549	-8.238	14.916
Si	10.824	-5.512	14.938
Si	13.553	-2.731	14.954
Si	16.25	0.006	14.999
Si	18.981	2.702	14.993
Si	16.254	5.433	15.015
Si	18.943	-8.153	14.977
Si	16.287	-5.464	14.943
Si	18.973	-2.706	14.953
Si	21.718	0.015	14.99
Si	24.425	2.713	14.99
Si	21.668	5.437	14.97
Si	24.434	-8.146	14.971
Si	21.69	-5.399	14.966
Si	24.43	-2.677	15.026
Si	27.153	-0.041	15.07
Si	29.919	2.698	15.133
Si	27.173	5.449	15.046
Si	29.9	-8.147	15.119
Si	27.168	-5.418	15.037
Si	29.91	-2.736	15.157
Si	32.66	-0.012	15.218
Si	35.38	2.716	15.279
Si	32.641	5.455	15.181
Si	35.349	-8.123	15.336
Si	32.627	-5.434	15.242
Si	35.366	-2.684	15.306
Si	38.103	0.037	15.316
Si	40.82	2.77	15.331
Si	38.086	5.47	15.31
Si	40.805	-8.094	15.329
Si	38.084	-5.4	15.335
Si	40.848	-2.694	15.344
Si	43.578	0.045	15.293
Si	46.313	2.762	15.25
Si	43.566	5.495	15.296
Si	46.3	-8.098	15.255
Si	43.553	-5.373	15.279
Si	46.3	-2.638	15.213
Si	49.063	0.068	15.199
Si	51.781	2.802	15.128
Si	49.056	5.489	15.18
Si	51.789	-8.087	15.12
Si	49.043	-5.372	15.187
Si	51.765	-2.646	15.146
Si	-43.425	0.073	15.102
Si	-40.667	2.774	15.044
Si	-43.397	5.502	15.108
Si	-40.711	-8.097	15.028
Si	-43.414	-5.367	15.091
Si	-40.699	-2.656	15.016
Si	-37.965	0.047	14.985
Si	-35.23	2.759	14.909
Si	-37.957	5.481	14.981
Si	-35.234	-8.132	14.899
Si	-37.99	-5.373	14.989
Si	-35.263	-2.655	14.933
Si	-32.518	0.035	14.888
Si	-29.782	2.721	14.825
Si	-32.5	5.453	14.836
Si	-29.815	-8.113	14.801
Si	-32.52	-5.39	14.856
Si	-29.821	-2.68	14.842
Si	-27.136	0.003	14.79
Si	-24.447	2.709	14.731
Si	-27.134	5.457	14.767
Si	-24.422	-8.168	14.739
Si	-27.12	-5.415	14.779
Si	-24.456	-2.709	14.751
Si	-21.745	-0.067	14.698
Si	-19.01	2.656	14.681
Si	-21.716	5.418	14.694
Si	-19.011	-8.221	14.705
Si	-21.763	-5.482	14.685
Si	-19.035	-2.77	14.689
Si	-16.326	-0.037	14.685
Si	-13.639	2.676	14.723
Si	-16.296	5.364	14.702
Si	-13.628	8.1	14.717
Si	-16.321	10.796	14.704
Si	-13.629	-2.782	14.705
Si	-10.937	-0.043	14.695
Si	-8.227	2.689	14.709
Si	-10.948	5.399	14.704
Si	-8.238	-8.221	14.734
Si	-10.914	-5.494	14.734
Si	-8.214	-2.774	14.719
Si	-5.489	-0.085	14.742
Si	-2.792	2.627	14.772
Si	-5.525	5.404	14.756
Si	-2.808	8.086	14.755
Si	-5.532	-5.518	14.691
Si	-2.788	-2.778	14.73
O	1.074	-1.817	23.164
O	13.84	-2.799	-6.305
O	2.54	-0.091	22.023
O	3.442	1.909	23.344
O	2.536	5.527	21.898
O	-2.735	4.515	24.586
O	7.856	5.559	-3.296
O	1.803	-1.406	-6.662
O	8.227	0.972	-6.544
O	4.287	-3.295	22.7
O	2.641	-5.153	21.97
O	14.089	-0.067	22.353
O	11.883	5.709	-3.035
O	9.607	1.699	22.966
O	9.83	7.061	23.206
O	6.862	-7.176	22.964
O	8.368	-5.232	21.995
O	10.417	-3.129	22.08
O	14.785	-2.715	22.282
O	12.431	-1.834	23.091
O	12.247	3.649	-4.754
O	14.902	-1.486	24.444
O	5.393	6.255	24.67
O	12.068	3.078	23.482
O	16.355	-8.078	21.854
O	14.809	7.042	23.354
O	17.499	6.946	-5.651
O	6.084	1.245	-3.223
O	3.754	4.297	24.277
O	1.991	2.955	25.532
O	7.423	-7.011	-5.17
O	5.235	-4.102	-0.9
O	17.418	-0.285	-3.723
O	9.598	2.753	25.36
O	11.404	0.973	24.777
O	12.656	-4.87	-5.326
O	6.698	-1.179	25.749
O	9.729	-4.666	-1.382
O	14.018	1.619	24.593
O	8.27	-8.103	-0.414
O	10.337	-4.293	24.868
O	6.09	-4.634	-3.311
O	16.432	-7.502	-3.687
O	3.976	7.49	22.904
O	-0.534	6.72	-1.204
O	18.682	-0.024	25.732
O	1.292	-1.035	-1.535
O	15.008	1.681	-3.981
O	8.319	2.977	-3.424
O	4.068	-5.927	-2.209
O	18.923	5.911	-3.602
O	5.047	-7.373	24.803
O	-19.248	-2.175	-3.593
O	5.732	2.462	-5.637
O	-30.544	4.598	25.391
O	0.949	-6.402	-5.621
O	7.964	-0.225	22.192
O	7.915	5.529	-5.89
O	-46.633	-2.315	-3.141
O	-33.355	0.573	23.283
O	11.545	-6.361	25.884
O	21.209	-5.29	-3.548
O	8.161	-2.695	-0.512
O	10.643	1.949	-6.004
O	10.657	5.174	24.955
O	-24.327	-5.422	22.08
O	11.194	-6.876	-1.124
O	10.999	0.003	-0.441
O	-44.664	0.847	25.747
O	-2.027	-0.801	24.888
O	-19.796	-7.139	22.826
O	-13.01	-5.608	24.63
O	14.134	-6.266	-3.651
O	12.338	6.272	-5.496
O	17.896	-5.383	-3.418
O	14.478	1.571	-6.579
O	-45.622	7.073	-1.215
O	2.968	-2.715	-0.477
O	4.373	0.746	-1.325
O	2.728	2.726	-0.576
O	0.764	4.422	-1.383
O	-24.091	5.714	22.055
O	16.5	1.219	25.248
O	-28.946	1.346	-1.662
O	1.759	-7.519	-1.283
O	-7.06	4.503	-5.918
O	-0.625	5.573	-3.466
O	-18.006	-4.104	-4.753
O	-0.212	-2.676	25.288
O	4.14	4.389	-6.431
O	-15.254	3.446	22.976
O	7.296	3.905	-1.271
O	6.554	-6.361	-1.35
O	5.474	5.497	-0.434
O	3.88	7.278	-1.455
O	15.517	-6.233	-5.879
O	-47.748	-7.673	-5.976
O	42.997	-6.071	-3.421
O	6.637	-0.602	-1.248
O	9.182	1.646	-1.291
O	14.524	-3.597	-1.352
O	15.151	-1.323	-2.542
O	13.602	2.822	-0.239
O	10.064	6.52	-1.259
O	12.141	5.04	-0.61
O	13.43	8.028	-0.432
O	37.175	-7.024	-2.567
O	-24.302	0.047	21.887
O	28.272	-4.55	-5.65
O	16.267	-5.325	-0.411
O	0.151	-5.571	-0.602
O	17.21	-1.974	23.149
O	30.055	-5.672	22.525
O	18.808	-0.073	22.215
O	20.101	1.901	23.214
O	17.986	3.568	23.156
O	-31.373	-1.134	23.269
O	18.938	5.505	21.813
O	26.843	5.005	25.93
O	20.437	-4.618	23.176
O	24.528	6.695	25.715
O	-3.777	3.56	-2.005
O	21.803	-2.67	22.252
O	23.628	-0.978	23.178
O	36.38	0.734	-6.083
O	30.729	5.247	-3.082
O	27.693	5.327	-7.085
O	23.608	1.013	24.905
O	22.279	3.119	25.478
O	26.616	7.732	22.23
O	24.586	5.716	22.188
O	22.921	-7.407	23.045
O	24.319	-5.415	22.208
O	28.296	-4.113	23.459
O	31.368	-3.795	23.481
O	27.747	-1.599	23.046
O	25.947	3.89	-5.756
O	29.714	0.009	22.291
O	31.303	1.901	23.18
O	39.371	6.94	23.918
O	28.467	4.899	22.871
O	32.285	8.006	22.186
O	27.972	-6.815	23.405
O	30.047	-6.692	-1.176
O	30.747	6.169	23.187
O	34.087	-6.836	-4.23
O	23.077	-1.002	-1.187
O	22.209	5.745	24.993
O	18.764	2.589	25.45
O	24.972	3.297	-3.344
O	20.225	-4.863	-1.149
O	34.517	-4.451	-5.131
O	27.073	2.782	22.224
O	-4.168	6.737	24.271
O	-46.768	3.147	-5.87
O	29.219	-1.383	-1.201
O	25.461	-0.504	-4.147
O	30.554	7.826	-3.595
O	25.426	0.938	23.041
O	28.064	-7.687	-3.558
O	40.403	2.534	-3.314
O	24.543	-8.163	-0.139
O	0.126	-4.061	22.223
O	24.804	-7.105	24.923
O	23.516	-2.113	-3.587
O	34.481	-4.874	-2.546
O	29.507	3.603	-1.351
O	-11.571	4.658	24.792
O	24.812	-2.297	-5.852
O	42.812	-5.402	-7.105
O	-9.551	-7.054	-1.783
O	20.123	7.439	23.027
O	15.265	3.769	-2.407
O	27.688	-3.007	-2.499
O	34.112	-7.138	-1.417
O	33.961	-4.046	23.895
O	42.73	6.403	23.673
O	17.432	-1.147	-1.323
O	32.589	-2.432	25.423
O	47.885	-0.893	-5.649
O	26.225	4.079	-1.268
O	17.37	4.707	-1.2
O	32.079	-6.045	-2.763
O	-38.626	7.169	22.974
O	23.243	-6.42	-1.38
O	20.361	-6.846	24.563
O	22.5	-5.51	24.782
O	19.568	3.293	-6.75
O	27.189	-2.616	25.358
O	23.34	8.075	-3.336
O	17.612	4.372	-5.308
O	-0.387	4.072	25.629
O	26.932	7.661	25.886
O	38.511	-4.694	-2.93
O	24.566	-2.611	0.084
O	25.507	-0.711	25.081
O	24.87	3.176	25.925
O	25.744	-4.3	-1.327
O	42.479	5.245	-3.191
O	27.269	-0.021	-0.233
O	29.744	1.475	25.249
O	-24.686	2.372	-3.663
O	31.647	2.806	-5.461
O	40.719	-6.247	25.79
O	28.088	5.488	-0.301
O	30.212	3.955	24.534
O	32.08	-1.634	-5.002
O	32.193	2.622	25.488
O	29.978	-2.196	-3.532
O	40.066	-0.142	23.535
O	34.076	3.783	-5.93
O	-14.562	1.236	-6.477
O	19.102	-2.739	-0.214
O	21.198	1.14	-1.021
O	19.137	2.801	-0.387
O	-37.13	2.422	25.015
O	15.139	6.153	-1.196
O	29.443	3.204	-4.05
O	21.13	7.036	-4.097
O	17.78	-7.131	-1.392
O	22.382	1.431	-3.376
O	43.945	1.594	25.697
O	28.94	7.125	-5.527
O	-7.05	0.9	-5.136
O	-36.949	7.508	24.921
O	-24.976	-6.655	-4.563
O	23.629	3.57	-1.128
O	42.179	7.936	25.634
O	20.198	7.06	-1.558
O	12.05	-7.446	-4.574
O	34.621	3.434	-0.978
O	-7.449	2.244	-7.257
O	-34.206	-4.633	-3.823
O	-38.624	1.396	-3.697
O	26.666	1.696	-4.503
O	-0.087	-2.534	-3.171
O	-15.372	-6.215	25.196
O	-39.189	-1.367	24.433
O	1.845	5.711	-6.594
O	26.179	6.677	-1.471
O	38.106	-0.247	0.165
O	29.567	1.192	-5.859
O	-36.472	7.476	-5.639
O	43.763	-5.911	-0.091
O	28.046	5.153	-2.901
O	-33.355	-2.083	24.522
O	-1.759	-7.919	24.144
O	32.869	-1.859	22.909
O	46.642	-5.925	25.502
O	34.368	0.242	23.028
O	33.461	4.165	23.69
O	30.957	-4.179	-1.164
O	-14.958	-1.468	22.982
O	35.302	5.583	22.539
O	39.726	-6.851	-3.447
O	33.561	-6.691	23.507
O	40.496	5.357	25.65
O	-32.715	0.343	-3.699
O	38.855	-2.36	23.175
O	15.777	3.663	24.895
O	-41.968	-3.365	25.897
O	45.669	5.506	-3.329
O	-44.014	3.904	-7.193
O	41.317	0.894	25.713
O	39.77	-2.833	-6.121
O	19.652	1.177	-3.015
O	-37.539	5.161	-5.541
O	38.898	-6.903	23.308
O	40.892	-5.318	22.497
O	42.748	-3.629	23.394
O	-48.486	-3.49	22.684
O	44.606	-1.712	23.384
O	46.417	0.083	22.561
O	48.324	1.792	23.289
O	44.186	3.49	-3.876
O	45.273	4.795	23.177
O	40.846	7.079	-2.597
O	-48.868	-8.056	22.289
O	-21.961	2.198	25.063
O	-44.487	-4.118	25.539
O	-46.407	-6.002	25.841
O	39.312	-4.23	24.983
O	45.472	-6.886	-3.873
O	39.687	3.074	-0.86
O	38.526	-6.763	-5.766
O	34.711	2.268	24.869
O	6.375	-4.753	-5.918
O	37.246	-3.679	-1.018
O	43.584	5.645	-5.462
O	43.702	2.947	22.263
O	36.935	7.573	23.23
O	-12.15	-7.164	-6.045
O	42.002	-1.595	-5.424
O	41.806	1.634	-1.139
O	38.863	3.373	-5.461
O	-18.88	5.046	24.89
O	42.493	1.165	23.494
O	46.21	-2.713	-3.351
O	43.596	-7.935	-5.35
O	40.898	-8.163	-0.033
O	42.006	3.665	-5.392
O	35.578	-5.558	22.578
O	39.585	0.485	-1.94
O	-17.439	5.281	-4.037
O	47.572	1.068	-1.219
O	47.451	0.956	-3.873
O	-47.069	-5.419	-7.05
O	-10.915	2.635	22.073
O	-22.529	-3.714	22.934
O	-12.176	-3.314	25.568
O	-8.851	1.382	-3.281
O	-4.721	7.343	-6.149
O	41.138	-6.979	-5.694
O	47.32	-4.797	23.225
O	-18.371	-4.875	22.625
O	43.485	7.758	-2.877
O	-47.484	-3.454	25.148
O	41.235	1.539	-6.657
O	36.365	-3.29	-3.474
O	48.419	6.816	-6.643
O	42.67	6.404	-0.832
O	-19.846	-1.772	-1.21
O	29.689	-5.085	-3.293
O	-46.378	-7.604	-3.238
O	-16.95	1.963	-1.68
O	-34.936	0.201	-2.325
O	38.552	-2.005	-2.683
O	-24.757	-2.227	-3.966
O	35.414	2.284	-3.224
O	34.509	6.26	-5.359
O	-19.638	-7.39	-1.352
O	-39.199	-3.153	-3.506
O	38.182	6.931	-2.724
O	47.402	4.995	-5.225
O	-31.306	-7.52	22.879
O	-46.18	-4.907	-3.649
O	41.939	-4.645	-1.317
O	-35.715	-6.815	-7.002
O	-43.825	1.954	-5.355
O	-37.764	0.463	-6.028
O	-25.653	-6.838	-1.933
O	43.464	-0.051	-0.119
O	17.008	-2.874	-3.411
O	-17.219	2.463	24.724
O	-7.183	7.681	-1.823
O	39.59	4.99	-3.6
O	25.46	1.643	-1.227
O	-40.269	-3.035	-5.889
O	-31.902	-4.298	-5.038
O	47.805	4.332	23.077
O	4.049	-0.542	-5.574
O	-1.859	-4.503	-7.237
O	-25.28	-0.354	25.243
O	-13.819	2.907	-0.574
O	-11.745	2.14	25.109
O	-18.255	-6.276	24.861
O	14.795	-0.628	-5.256
O	-3.266	0.117	-5.825
O	-28.101	-1.179	-6.075
O	-27.73	7.123	22.85
O	-44.19	7.459	23.234
O	-25.891	3.961	23.068
O	9.12	-2.108	25.949
O	37.305	0.491	-3.669
O	-7.896	-5.588	-5.904
O	-18.257	-3.771	-1.581
O	-6.111	-7.819	24.762
O	-39.977	0.623	22.854
O	22.494	-8.043	25.621
O	-31.595	-1.62	-5.122
O	39.112	-6.393	-0.928
O	38.178	5.262	-0.193
O	-36.94	-1.846	23.112
O	-1.424	2.506	-2.997
O	-29.584	0.214	22.111
O	-45.837	-3.894	23.077
O	-9.499	-5.474	-3.879
O	40.091	-1.772	-0.633
O	-41.882	3.843	-1.18
O	-26.959	1.972	-5.933
O	8.837	0.238	24.938
O	46.182	2.746	0.124
O	-27.827	5.808	-7.106
O	44.626	4.227	-1.288
O	47.587	7.203	-3.715
O	45.853	-7.916	-0.132
O	-24.205	-7.844	-6.863
O	-20.981	-1.626	22.731
O	-15.086	-1.103	-5.562
O	32.784	-5.454	0.021
O	-47.098	-1.541	23.376
O	30.905	1.072	-3.673
O	-46.044	0.336	22.157
O	-44.491	2.026	23.354
O	-47.631	3.622	23.161
O	-42.429	5.276	25.469
O	-45.949	5.576	22.463
O	37.944	5.121	25.23
O	-37.768	-6.205	24.937
O	-23.216	-1.594	24.242
O	12.686	0.972	-4.771
O	-43.518	-2.653	22.407
O	-41.659	-1.204	23.425
O	-2.445	2.666	-6.489
O	1.202	2.12	-3.151
O	-39.835	-4.941	25.805
O	-38.419	-7.273	-6.351
O	-40.798	7.8	-5.936
O	-40.489	5.565	22.116
O	-42.121	3.894	23.191
O	-42.167	-7.196	23.102
O	-40.578	-5.376	22.165
O	-38.944	-3.519	22.929
O	-33.114	-3.598	22.505
O	9.164	7.493	-4.512
O	-5.415	5.843	-1.223
O	-28.827	-3.607	23.418
O	-33.716	7.734	-6.828
O	-32.565	-0.818	-1.334
O	43.766	-8.093	22.259
O	42.041	3.292	25.072
O	-36.967	-0.661	-3.829
O	-36.447	-7.228	22.983
O	-39.019	3.934	-3.803
O	-36.598	-1.608	-1.398
O	-35.026	5.629	21.97
O	-20.52	-5.181	24.245
O	-41.877	0.272	-5.533
O	-25.768	-2.516	-1.604
O	29.392	-5.613	25.224
O	-41.101	2.453	-3.304
O	-44.501	-4.607	-1.091
O	-33.612	-0.399	-6.152
O	-38.509	2.764	22.773
O	-42.735	5.927	-5.961
O	-21.539	3.513	22.695
O	-35.686	5.723	-3.755
O	14.357	7.909	-5.215
O	13.594	-5.187	22.062
O	46.75	5.521	25.228
O	-2.737	-7.026	-6.204
O	-6.384	-4.324	-1.365
O	-8.216	-2.629	-0.648
O	-41.051	8.1	-0.089
O	1.664	6.532	-2.646
O	-44.198	-6.599	24.667
O	-39.532	-0.835	-4.575
O	6.629	-2.382	23.043
O	1.381	-3.814	-5.669
O	-34.922	5.474	-6.264
O	-15.14	-3.933	24.011
O	-38.091	-4.363	-5.559
O	-48.859	-6.936	25.302
O	-14.991	-7.127	-1.849
O	-1.603	1.386	23.139
O	-25.483	4.05	-1.776
O	-28.842	-6.485	-6.089
O	6.169	4.037	23.296
O	-38.473	-5.682	-3.388
O	-31.783	5.24	-1.007
O	-32.791	-7.3	24.985
O	-17.081	0.492	-6.444
O	-27.005	-0.285	-1.221
O	-29.698	-2.898	25.983
O	37.523	-1.59	-5.346
O	-38.962	6.566	-3.723
O	-48.153	7.317	-2.075
O	-29.985	-7.268	-3.811
O	45.132	-4.052	24.468
O	-39.245	-7.638	-2.048
O	-42.502	-4.417	-2.868
O	11.669	-5.299	-3.036
O	-16.575	-2.972	21.81
O	-23.142	-5.634	-6.181
O	-46.32	2.578	-0.198
O	26.104	-7.176	-5.191
O	-40.192	5.305	-5.656
O	-46.965	-7.072	-0.776
O	-39.293	6.455	25.398
O	-27.473	-6.641	-3.823
O	-40.979	-2.872	-0.399
O	-12.965	2.819	-5.142
O	-27.313	-5.406	-0.556
O	-39.541	-5.049	-1.087
O	-13.092	4.738	-3.316
O	-38.246	0.105	-0.386
O	16.382	-2.307	-6.629
O	-4.714	-1.677	22.739
O	-14.119	-1.762	-3.307
O	-12.443	-3.901	22.964
O	18.69	1.334	-5.335
O	-36.039	3.475	22.907
O	-6.81	-0.052	22.481
O	41.114	-1.296	-3.006
O	-34.827	-2.145	-3.277
O	-33.219	1.653	-1.285
O	-25.679	-5.67	-6.934
O	-41.746	-2.249	-3.982
O	-46.283	-2.82	-0.245
O	-35.069	-5.334	21.99
O	-44.83	0.605	-1.141
O	12.29	6.998	24.145
O	-22.087	3.021	-3.497
O	48.775	-2.843	-3.076
O	-27.309	-2.465	-3.877
O	-9.611	6.462	-6.013
O	-6.788	8.084	-4.621
O	-44.361	-2.958	-4.007
O	-29.512	-3.209	-5.175
O	33.899	-2.506	-3.372
O	10.088	5.056	-4.744
O	-4.981	2.129	-6.35
O	-36.712	4.754	-1.445
O	-27.855	-7.408	24.69
O	-9.334	-0.896	22.908
O	-43.713	5.486	-0.322
O	-29.282	-5.36	25.315
O	29.796	-6.645	-5.326
O	32.912	6.807	-3.277
O	1.833	-5.269	-3.512
O	-21.277	8.118	-3.136
O	-42.881	-1.229	-1.241
O	-39.932	2.044	-1.04
O	-4.069	-2.063	-1.754
O	-12.115	0.456	-5.849
O	28.011	-5.238	-0.901
O	-39.355	6.316	-1.094
O	-37.051	7.225	-2.097
O	-35.448	-7.923	-0.161
O	10.176	3.984	-1.902
O	-8.969	4.189	22.946
O	-33.503	-6.241	-5.715
O	-34.801	-3.93	-1.347
O	48.937	-5.494	-0.199
O	37.606	-4.23	-5.891
O	22.396	-4.434	-5.768
O	-35.418	2.826	-0.403
O	-27.73	2.052	22.828
O	-18.813	7.523	-3.613
O	-31.775	6.608	24.328
O	-29.621	5.552	22.014
O	0.037	0.795	24.983
O	-0.687	-4.748	-4.22
O	-33.636	7.644	22.851
O	-2.412	1.668	25.624
O	-26.611	-5.209	25.416
O	-12.475	-1.2	-1.328
O	-20.983	-2.827	25.02
O	-23.71	7.137	-3.977
O	-25.7	6.597	-5.877
O	-34.583	6.383	-1.447
O	-23.18	6.141	-6.231
O	-6.941	-2.885	22.743
O	-42.507	7.844	25.311
O	21.905	5.429	-0.428
O	5.039	-2.984	25.167
O	-0.301	0.041	-3.385
O	34.536	-0.905	-5.309
O	-2.768	-5.715	24.98
O	40.949	-1.675	25.477
O	21.229	-0.826	-2.92
O	17.335	2.239	-3.101
O	-16.712	-2.025	-3.834
O	5.843	3.99	25.945
O	-16.298	-8.024	21.903
O	-21.898	-7.871	-5.702
O	23.125	7.097	-5.854
O	33.182	-0.004	-3.154
O	-4.429	-6.185	-1.249
O	-9.61	3.292	26.012
O	18.108	-3.933	-5.6
O	-28.05	3.987	24.608
O	-32.572	5.943	-5.177
O	-30.276	3.082	-0.477
O	19.07	-7.785	-3.477
O	3.74	2.189	-3.88
O	37.884	3.001	-3.041
O	-23.288	1.498	-1.728
O	15.727	-3.965	24.369
O	-25.16	-3.001	25.333
O	-45.593	3.26	25.438
O	-2.281	6.087	22.55
O	-4.463	4.581	22.764
O	1.409	3.593	23.072
O	-43.61	0.079	-3.452
O	-7.248	3.44	-3.476
O	-23.142	7.15	-1.54
O	-10.216	-7.313	25.585
O	35.562	7.239	-3.219
O	-12.489	6.793	-1.789
O	46.508	3.047	-2.68
O	-16.285	-0.193	-0.543
O	27.958	-0.485	-3.397
O	-17.581	6.516	-1.689
O	34.533	4.78	-3.196
O	18.27	-6.904	23.067
O	45.782	-4.998	-5.68
O	-6.382	-1.161	24.745
O	-5.636	7.925	21.788
O	0.865	-6.536	22.957
O	-20.718	-3.957	-2.502
O	-16.309	5.567	-7.205
O	-21.727	-0.127	-0.551
O	-5.335	-2.159	-4.112
O	-5.611	2.382	21.946
O	45.138	-1.741	-1.171
O	10.269	7.662	25.715
O	-20.304	3.795	-1.691
O	21.837	-3.19	-2.024
O	-4.891	7.787	-2.933
O	27.36	2.434	25.977
O	24.07	2.098	-5.39
O	-16.985	-1.952	24.652
O	18.581	7.735	25.161
O	-31.499	3.497	-5.344
O	17.173	-2.236	25.718
O	39.629	7.321	-4.892
O	-16.143	7.595	-3.636
O	-1.618	-4.067	-1.729
O	-27.077	3.362	-3.749
O	11.543	-6.132	23.254
O	-9.477	-8.164	-4.072
O	35.16	-5.851	25.355
O	37.888	-7.855	25.504
O	33.681	-6.462	-6.897
O	-21.676	-5.755	-0.582
O	-29.174	-1.11	-2.535
O	-47.866	4.436	-0.955
O	9.37	-6.576	-3.197
O	-0.315	7.835	21.87
O	-2.654	-2.865	-3.816
O	37.634	-2.319	25.59
O	-11.508	-2.005	-5.381
O	-44.128	-6.395	-3.059
O	2.944	-7.714	-3.614
O	-18.574	0.223	25.287
O	-15.787	0.448	-3.528
O	0.084	7.484	-6.029
O	-42.492	-6.306	-1.05
O	-11.866	1.3	-1.435
O	-28.748	-3.659	-1.659
O	-7.371	7.465	-7.029
O	25.85	-3.482	23.15
O	-9.686	-7.024	23.008
O	-0.684	4.789	-6.274
O	14.128	5.516	25.349
O	-9.662	-3.71	-5.868
O	-28.379	7.47	-5.096
O	-30.805	-6.801	-1.353
O	-17.754	6.631	23.07
O	-9.571	-0.107	-5.304
O	-9.59	6.319	24.368
O	39.798	4.447	23.341
O	15.77	1.995	22.788
O	-31.587	4.218	23.018
O	26.98	-5.303	-3.436
O	-2.925	-0.171	21.737
O	-29.55	6.638	-1.488
O	-5.417	-0.059	-0.717
O	4.11	-5.506	-4.786
O	-17.496	2.582	-4.082
O	-8.084	-6.114	24.956
O	44.217	-3.977	-2.318
O	32.938	5.299	-0.21
O	-30.51	-2.26	-0.557
O	36.683	1.094	23.595
O	-4.528	-4.403	-3.113
O	-14.611	4.787	-5.415
O	-6.392	-6.335	-2.96
O	35.233	-2.408	-0.05
O	-32.386	-6.412	-3.398
O	-1.663	-1.906	-6.628
O	38.134	2.779	22.361
O	-29.278	2.268	-4.745
O	-9.037	1.098	24.646
O	-32.829	-5.381	-0.432
O	-25.878	-4.57	-3.287
O	-9.938	-0.626	-1.307
O	31.577	1.162	-1.228
O	-12.732	0.95	22.986
O	-11.683	-6.891	-3.473
O	-22.132	1.069	22.755
O	-13.631	5.291	22.075
O	23.771	-5.695	-3.839
O	-10.416	-4.947	24.423
O	5.992	-4.949	23.876
O	27.453	-0.312	-5.977
O	-10.766	-2.678	21.668
O	47.032	6.794	23.003
O	-11.902	6.806	23.209
O	-8.155	5.82	-3.916
O	4.87	-2.928	-4.985
O	6.642	-0.884	-5.3
O	13.413	5.064	22.73
O	-7.627	6.408	22.609
O	38.994	0.505	-5.745
O	1.957	1.008	-5.469
O	-8.2	-5.185	21.993
O	-27.2	-3.667	-6.211
O	-15.915	4.971	-0.549
O	-30.775	5.172	-3.4
O	-30.059	5.551	-5.88
O	36.601	4.706	-5.786
O	13.02	-4.477	24.732
O	-14.772	-2.331	-0.911
O	43.721	-1.656	-3.422
O	3.082	7.349	25.432
O	-32.436	0.042	25.578
O	-3.947	-6.979	22.986
O	-19.016	-0.132	21.865
O	-22.544	-3.435	-4.432
O	-30.938	-3.015	-3.003
O	36.057	-6.358	-6.047
O	-7.608	-3.614	-4.198
O	-1.893	-5.609	22.514
O	-44.356	-0.546	-5.964
O	7.437	-6.531	25.447
O	8.029	5.462	22.181
O	28.989	6.239	25.078
O	-19.732	1.948	23.75
O	-29.503	2.235	25.926
O	-11.651	6.972	25.908
O	-16.961	1.518	22.398
O	-3.665	1.96	-4.152
O	43.43	-2.465	25.645
O	-45.373	-6.68	-5.425
O	-19.241	-6.293	-3.697
O	-7.18	-1.854	-6.095
O	31.258	6.999	-1.205
O	9.871	-6.592	-5.827
O	-5.806	-4.279	-6.864
O	1.981	-1.174	-4.043
O	-7.725	-1.061	-3.657
O	-2.376	2.539	-0.278
O	16.726	6.073	25.629
O	-3.112	6.084	-2.612
O	-2.429	6.906	-5.015
O	-17.939	-6.324	-6.009
O	12.77	-1.657	-1.432
O	-2.612	-8.065	-0.567
O	-44.786	-4.272	-7.231
O	21.411	1.78	-5.693
O	-12.763	-3.712	-1.749
O	14.834	-6.227	25.418
O	-25.642	-1.799	23.063
O	-33.206	4.464	25.006
O	-24.757	0.586	-6.193
O	-5.809	-5.426	25.871
O	-47.773	5.495	-5.305
O	38.928	-0.119	26.007
O	8.22	4.94	25.751
O	5.804	3.838	-3.445
O	-48.058	-1.184	-1.277
O	-47.131	-6.512	23.358
O	-12.797	7.187	-4.371
O	-23.182	-4.284	-1.971
O	-26.185	2.118	24.953
O	-21.911	-5.817	-3.914
O	-7.261	5.129	24.803
O	11.4	-2.531	-5.349
O	-31.76	7.453	-2.588
O	-22.265	0.83	-6.883
O	9.132	-1.394	-5.979
O	35.254	-0.183	25.467
O	-4.156	-2.242	-7.03
O	-25.838	7.21	24.727
O	-25.934	-7.272	22.899
O	-19.66	0.737	-6.709
O	-10.791	5.295	-0.664
O	-14.549	-1.89	25.53
O	22.774	3.999	23.103
O	-48.261	-0.398	-3.826
O	-37.688	4.948	24.144
O	-24.814	4.815	-4.274
O	36.988	-3.921	23.682
O	-46.774	7.813	25.092
O	-5.535	5.379	-3.838
O	-46.522	-3.213	-5.606
O	-27.489	0.69	-3.665
O	25.571	-7.208	-2.6
O	-18.399	-1.675	-5.96
O	0.476	7.698	25.336
O	-35.341	-0.053	21.982
O	-40.87	0.518	25.298
O	-24.59	-3.381	-6.307
O	23.101	-0.265	-5.358
O	42.039	-3.653	-3.757
O	19.534	-3.377	-3.356
O	-37.23	-6.226	-1.101
O	-40.404	3.656	25.21
O	-48.756	1.442	-5.818
O	-33.748	-4.751	24.803
O	21.989	-7.012	-5.226
O	-11.387	-0.238	-3.465
O	-14.21	-6.979	-4.345
O	47.191	-3.941	-1.257
O	-0.26	1.202	-1.097
O	-21.697	5.559	-3.204
O	-40.366	-5.769	-5.854
O	-9.155	3.428	-1.599
O	-11.006	-5.345	-0.673
O	-5.799	-6.816	-6.735
O	-2.723	4.323	-4.336
O	-16.46	-5.4	-0.618
O	45.319	-6.427	23.318
O	-19.467	-8.121	-7.098
O	-27.386	5.457	-0.678
O	-10.719	5.857	-3.627
O	-7.066	1.831	-1.444
O	-29.858	-5.522	22.067
O	-22.879	0.668	-4.289
O	-31.335	0.931	-5.808
O	16.383	5.85	-3.456
O	-35.286	-6.802	25.416
O	-40.136	2.321	-5.658
O	-23.057	-1.383	-5.859
O	-13.594	0.498	25.538
O	-18.123	3.9	-6.208
O	-8.891	-1.324	25.521
O	44.718	7.163	25.502
O	-42.954	2.756	25.338
O	-21.932	7.772	21.984
O	47.604	-7.012	-5.556
O	13.39	-2.937	-3.664
O	20.106	-4.605	25.715
O	36.765	1.437	-1.189
O	-14.616	-6.127	22.621
O	-31.329	-3.96	24.32
O	-21.751	5.391	-0.322
O	29.745	-1.556	-6.044
O	-11.23	-0.394	24.672
O	48.749	3.493	25.301
O	5.016	-1.098	-3.187
O	-19.848	5.372	22.362
O	45.744	6.974	-5.628
O	2.34	-2.036	25.461
O	-45.136	5.137	-5.176
O	47.466	6.609	-1.128
O	-46.773	4.1	-3.362
O	-16.599	-6.119	-3.732
O	-19.758	4.021	-4.202
O	47.433	-5.089	-3.668
O	33.171	-0.358	-0.046
O	-20.492	-5.779	-6.239
O	33.693	1.285	-6.331
O	32.909	2.648	-2.866
O	15.459	1.374	-1.382
O	48.923	3.955	-6.972
O	48.684	5.091	-2.906
O	-48.791	2.562	-2.661
O	36.495	7.308	-0.822
O	-42.741	-4.204	-5.553
O	20.321	4.28	24.176
O	30.753	-3.946	-5.353
O	-37.684	-3.484	25.135
O	10.743	1.906	-3.39
O	-15.024	2.959	-3.427
O	46.911	-2.943	-6.947
O	12.367	-7.966	-7.079
O	-36.651	-3.897	-3.29
O	1.95	3.591	-5.171
O	-17.743	4.02	22.734
O	-42.399	1.29	-1.385
O	1.637	-4.221	24.26

Results
total energy: -609918.906 eV
total energy less fixed offsets of O -438.25, Si -107.07 eV per atom: 0.294 eV

Forces (eV/angstrom) on atoms 300 to 974 of the 3024, counted in the order above; the others are left out for length: element, x, y, z
Si	0.012	0.007	-0.011
Si	-0.012	0.002	0.001
Si	-0.012	0.013	-0.008
Si	0	0.014	-0.012
Si	-0.005	0.024	-0.012
Si	0.019	0.002	-0.005
Si	-0.008	0.005	0.015
Si	0.005	-0.017	0.013
Si	0.022	0.03	-0.003
Si	0.016	0.005	-0.006
Si	0.015	0.018	-0.002
Si	0.012	-0.005	-0.024
Si	-0.016	-0.012	0.013
Si	-0.02	0.027	0.018
Si	0.028	0.002	-0.003
Si	0.003	-0.003	0.012
Si	0.004	0.024	0.021
Si	-0.023	-0.005	-0.012
Si	0.013	-0.047	0.004
Si	0.011	0.018	0.016
Si	0.008	-0.014	-0.003
Si	0.008	-0.021	0.009
Si	0.005	0.023	0.019
Si	-0.009	-0.017	0.005
Si	0.005	-0.031	-0.027
Si	-0.027	-0.01	-0.017
Si	-0.002	0.027	0
Si	-0.042	-0.006	-0.01
Si	0.039	0.021	-0.009
Si	-0.023	0.029	0.022
Si	0.023	-0.013	-0.032
Si	0.007	-0.012	0.009
Si	-0.024	-0.01	-0.052
Si	-0.004	-0.035	-0.035
Si	-0.012	0.024	-0.047
Si	-0.009	-0.023	-0.032
Si	0.001	-0.004	-0.002
Si	0.002	0.021	-0.052
Si	-0.028	0.032	-0.013
Si	0.009	0.02	-0.024
Si	0.001	-0.023	-0.04
Si	-0.004	0.011	-0.017
Si	-0.022	-0.007	0.008
Si	0.064	-0.018	-0.01
Si	-0.009	-0.002	0.02
Si	-0.037	0.018	0.019
Si	-0.044	0.019	0.037
Si	0.001	-0.005	0.041
Si	0.002	-0.016	0.088
Si	0	-0.016	0.04
Si	-0.012	0.005	0.061
Si	-0.02	-0.026	0.037
Si	-0.023	0.012	0.056
Si	0.002	0.014	0.1
Si	-0.011	-0.009	0.039
Si	0.015	0.006	0.056
Si	-0.013	-0.04	0.073
Si	0.014	-0.015	0.055
Si	0.024	0.038	0.027
Si	0.071	-0.005	0.055
Si	0.005	-0.037	0.017
Si	-0.138	-0.198	-0.67
Si	0.274	0.112	-0.69
Si	-0.431	-0.238	-0.591
Si	0.367	0.224	-0.642
Si	0.255	0.453	-0.633
Si	-0.249	-0.092	-0.735
Si	0.084	0.232	-0.72
Si	-0.18	-0.062	-0.794
Si	-0.066	-0.067	-0.671
Si	-0.027	-0.014	-0.567
Si	-0.187	-0.123	-0.749
Si	0.273	0.072	-0.702
Si	-0.081	-0.175	-0.688
Si	0.093	0.129	-0.686
Si	0.179	-0.008	-0.704
Si	-0.273	-0.203	-0.729
Si	0.218	0.165	-0.75
Si	0.215	0.305	-0.76
Si	-0.031	-0.005	-0.057
Si	0.132	-0.001	0.011
Si	0.019	-0.055	0.033
Si	-0.06	-0.087	0.06
Si	-0.229	-0.018	-0.248
Si	0.006	-0.056	0.106
Si	-0.083	0.039	-0.039
Si	-0.112	0.08	0.047
Si	-0.049	0.04	-0.048
Si	-0.007	0.064	-0.163
Si	-0.056	0.011	0.074
Si	0.034	-0.056	-0.085
Si	0.102	-0.067	-0.05
Si	-0.042	-0.158	0.086
Si	-0.064	-0.025	-0.118
Si	-0.044	-0.14	-0.071
Si	-0.083	0.118	0.055
Si	-0.044	0.132	-0.024
Si	-0.061	-0.018	0.081
Si	-0.097	-0.116	-0.15
Si	0.091	0.06	-0.068
Si	0.055	0.128	0.036
Si	0.014	-0.004	-0.16
Si	-0.017	0.031	-0.08
Si	-0.057	0.04	0.06
Si	0.005	-0.051	-0.134
Si	-0.026	0.111	-0.113
Si	-0.04	-0.142	0.003
Si	0.029	0.073	0.01
Si	-0.101	0.042	-0.06
Si	0.023	-0.143	-0.112
Si	-0.096	0.104	-0.108
Si	-0.052	0.061	-0.099
Si	-0.124	-0.039	0.122
Si	0.065	0.041	-0.067
Si	-0.059	-0.12	0.029
Si	-0.063	0.087	0.055
Si	0.037	-0.048	0.189
Si	0.062	0.012	0.198
Si	0.004	0.084	0.24
Si	-0.038	-0.064	-0.135
Si	-0.015	-0.027	0.057
Si	0.045	-0.07	0.017
Si	0.12	-0.066	0.119
Si	-0.05	0.153	-0.222
Si	-0.026	-0.131	0.045
Si	-0.074	0.017	-0.007
Si	0.169	0.168	-0.133
Si	0.015	-0.176	-0.015
Si	0.036	0.07	-0.084
Si	-0.019	-0.104	0.049
Si	0.094	-0.054	0.144
Si	0.121	-0.077	-0.033
Si	0.002	0.081	0.058
Si	0.032	-0.042	0.517
Si	-0.279	0.303	0.713
Si	0.155	-0.145	0.702
Si	-0.063	0.005	0.681
Si	0.408	-0.255	0.566
Si	-0.034	-0.255	0.739
Si	0.151	-0.119	0.679
Si	-0.243	0.218	0.778
Si	0.159	-0.032	0.621
Si	0.068	-0.175	0.76
Si	-0.175	0.087	0.716
Si	-0.122	0.305	0.683
Si	0.157	-0.21	0.715
Si	0.316	-0.287	0.671
Si	-0.33	0.299	0.615
Si	0.158	-0.049	0.746
Si	0.06	-0.007	0.551
Si	-0.194	0.204	0.716
Si	0.051	-0.001	-0.044
Si	0.001	0.008	-0.064
Si	0.006	-0.001	-0.048
Si	-0.022	-0.012	-0.057
Si	0.01	0.01	-0.072
Si	-0.01	-0.026	-0.07
Si	0.036	0.037	-0.016
Si	-0.012	-0.01	-0.053
Si	-0.005	-0.008	-0.052
Si	-0.014	0	-0.04
Si	-0.009	0.013	-0.078
Si	-0.009	-0.007	-0.054
Si	-0.017	-0.005	-0.061
Si	-0.01	0.003	-0.032
Si	0.012	-0.025	-0.04
Si	-0.008	-0.016	-0.071
Si	0.04	0.012	-0.047
Si	0.01	-0.01	-0.08
Si	0.005	0.014	0.043
Si	0.013	0.001	0.024
Si	0.003	-0.007	0.038
Si	-0.045	-0.001	0.005
Si	0.041	0.014	0.025
Si	-0.01	0.026	0.029
Si	-0.015	0.012	0.015
Si	-0.003	-0.004	0.009
Si	0.016	-0.007	0.032
Si	-0.014	-0.009	0.044
Si	0.022	0.007	0.015
Si	0.03	-0.006	0.037
Si	0.006	-0.005	0.038
Si	-0.012	0.003	0.024
Si	0.034	0.006	0.024
Si	0.005	0.007	0.038
Si	-0.024	0.011	0.009
Si	0.011	-0.008	-0.006
Si	-0.002	0.006	-0.032
Si	0.001	0	0.017
Si	0.006	-0.004	-0.01
Si	0.011	0.007	-0.003
Si	-0.01	0.013	0.015
Si	-0.027	-0.009	-0.035
Si	-0.014	0.005	0.013
Si	-0.011	0.004	0.023
Si	-0.006	0.007	-0.01
Si	0.016	-0.027	0.001
Si	0.004	-0.03	0.01
Si	-0.01	0.031	0.003
Si	-0.023	0.009	-0.042
Si	0	0.009	-0.015
Si	-0.025	-0.002	0.018
Si	0.01	0.014	-0.019
Si	-0.006	0.009	-0.012
Si	0.014	-0.015	0.012
Si	0.014	0.02	0.002
Si	-0.008	0.015	0.008
Si	0.001	0.013	-0.008
Si	0.005	0.008	0.002
Si	-0.004	-0.013	0.019
Si	0.011	0	-0.001
Si	0.003	0.002	0.001
Si	0.005	-0.002	-0.013
Si	0.006	-0.001	-0.007
Si	0.008	-0.02	-0.011
Si	-0.004	-0.006	0.006
Si	0.013	-0.023	0.012
Si	0.001	0.008	-0.007
Si	-0.001	-0.001	-0.004
Si	0.009	-0.011	-0.003
Si	0.007	-0.006	-0.016
Si	0.003	-0.018	-0.008
Si	-0.008	-0.006	-0.01
Si	-0.002	-0.01	0.001
Si	-0.014	0.01	0.012
Si	0.002	-0.018	-0.003
Si	-0.004	-0.004	-0.014
Si	-0.01	0.001	-0.003
Si	0.008	-0.003	-0.02
Si	-0.002	0	-0.01
Si	-0.002	0.011	0.01
Si	-0.01	0.007	-0.001
Si	-0.006	0.012	0
Si	0	-0.005	0.017
Si	0.013	0.011	-0.008
Si	0.027	0.001	0.001
Si	-0.015	-0.001	-0.006
Si	0.004	-0.011	-0.01
Si	-0.007	-0.014	0.01
Si	0.006	0.017	-0.005
Si	-0.012	0.006	-0.016
Si	0.033	0.02	-0.01
Si	-0.011	0.004	-0.02
Si	-0.022	-0.004	-0.032
Si	0.015	-0.011	-0.023
Si	-0.003	0.049	0.009
Si	-0.009	0	0.001
Si	-0.016	0.012	-0.022
Si	-0.002	-0.015	-0.029
Si	0.016	0.013	-0.004
Si	-0.014	0.002	-0.039
Si	0.039	0.03	-0.025
Si	0	0.002	-0.008
Si	-0.018	-0.008	-0.036
Si	0	0.009	-0.025
Si	-0.003	0.002	-0.02
Si	0.007	0.014	-0.038
Si	0.037	-0.015	0.009
Si	-0.023	-0.004	-0.016
Si	-0.007	0.019	0.029
Si	0.004	-0.004	0.055
Si	0.03	-0.011	0.071
Si	0.004	0.036	0.025
Si	0.007	-0.025	0.026
Si	-0.046	-0.038	0.03
Si	0.025	0.009	0.061
Si	0.027	0.014	0.04
Si	-0.012	0.008	0.049
Si	0.029	-0.026	0.032
Si	-0.022	-0.023	0.012
Si	-0.044	-0.049	0.065
Si	0.018	-0.027	0.07
Si	0.043	-0.001	0.05
Si	-0.01	0.017	0.047
Si	-0.019	0.017	0.032
Si	-0.024	0.01	0.028
Si	0.01	-0.004	0.046
Si	0.294	-0.128	-0.687
Si	-0.364	-0.19	-0.738
Si	-0.134	-0.345	-0.685
Si	0.166	0.014	-0.634
Si	0.371	0.271	-0.706
Si	0.216	0.369	-0.759
Si	0.085	0.097	-0.709
Si	-0.328	-0.188	-0.736
Si	0.168	0.218	-0.746
Si	-0.468	-0.185	-0.54
Si	0.007	-0.201	-0.66
Si	0.161	0.153	-0.705
Si	-0.076	-0.193	-0.728
Si	0.062	0.171	-0.678
Si	0.298	0.128	-0.72
Si	-0.03	-0.228	-0.681
Si	0.21	0.275	-0.748
Si	-0.273	0.123	-0.702
Si	0.051	-0.044	0.109
Si	-0.071	0.067	-0.04
Si	-0.034	-0.037	-0.082
Si	-0.06	-0.086	-0.013
Si	0.009	0.133	-0.154
Si	0.024	-0.055	-0.135
Si	-0.14	0.034	-0.02
Si	0.022	0.011	-0.01
Si	-0.049	-0.079	0.095
Si	-0.022	0	0.112
Si	0.066	0.004	-0.094
Si	0.07	0.095	-0.08
Si	-0.145	-0.074	-0.055
Si	-0.132	0.054	-0.004
Si	0.057	-0.12	-0.061
Si	0.022	0.117	0.089
Si	0.105	0.077	-0.084
Si	0.007	-0.014	-0.141
Si	0.037	0.04	0.037
Si	0.075	0.095	-0.121
Si	-0.121	0.094	0.086
Si	-0.065	-0.1	-0.012
Si	0.088	0.036	0.191
Si	-0.022	-0.033	-0.184
Si	-0.037	-0.041	0.067
Si	-0.003	0.022	-0.141
Si	-0.009	-0.087	0.085
Si	-0.019	0.022	-0.099
Si	0.061	-0.065	0.128
Si	-0.093	0.034	0.061
Si	-0.206	0.065	0.106
Si	-0.041	-0.041	-0.04
Si	0.03	-0.042	0.008
Si	-0.031	0.117	0.026
Si	0.079	0.058	0
Si	0.089	0.039	-0.054
Si	-0.008	-0.022	-0.004
Si	0.004	-0.003	0.159
Si	0.054	0.056	0.085
Si	-0.035	-0.02	0.059
Si	-0.012	0.015	-0.066
Si	0.025	-0.019	-0.078
Si	0.021	0.008	0.166
Si	-0.01	-0.122	0.121
Si	0.068	-0.061	0.038
Si	0.017	0.007	-0.072
Si	-0.015	0.103	0.227
Si	-0.075	0.017	0.176
Si	-0.009	0.046	-0.078
Si	0.094	-0.065	-0.159
Si	0.007	0.059	-0.022
Si	0.116	-0.054	-0.148
Si	0.039	0.066	0.074
Si	-0.06	-0.039	0.072
Si	-0.146	0.166	0.71
Si	0.306	-0.091	0.673
Si	-0.154	0.055	0.811
Si	-0.12	0.205	0.767
Si	-0.031	-0.169	0.759
Si	0.15	-0.132	0.698
Si	-0.054	0.221	0.726
Si	-0.114	0.052	0.762
Si	0.089	-0.217	0.78
Si	0.271	-0.145	0.631
Si	-0.237	0.128	0.76
Si	0.286	0.007	0.699
Si	0.213	-0.135	0.758
Si	0.04	-0.289	0.619
Si	-0.338	0.191	0.727
Si	0.434	-0.243	0.636
Si	-0.286	0.07	0.686
Si	-0.09	0.187	0.686
Si	-0.006	-0.027	-0.028
Si	0.01	-0.005	-0.056
Si	-0.007	0.02	-0.061
Si	-0.017	-0.035	-0.024
Si	0.008	0.008	-0.052
Si	-0.001	-0.01	-0.048
Si	-0.029	-0.004	-0.053
Si	0.033	0.001	-0.042
Si	-0.032	-0.024	-0.032
Si	-0.01	-0.008	-0.052
Si	-0.007	0.016	-0.056
Si	-0.014	-0.002	-0.055
Si	-0.005	0.035	-0.046
Si	0.024	0.007	-0.041
Si	0	-0.004	-0.069
Si	-0.012	0.017	-0.04
Si	0.018	0.01	-0.03
Si	-0.014	-0.046	-0.021
Si	0.018	0.019	0.016
Si	0.009	0.004	0.03
Si	0.009	0.018	0.014
Si	0.025	0.005	0.007
Si	-0.026	0	0.044
Si	0.007	0.004	0.025
Si	0.001	-0.01	0.014
Si	0.004	-0.02	-0.002
Si	-0.006	0.017	0.037
Si	0.012	-0.001	0.027
Si	-0.004	0.009	0.021
Si	0.039	-0.013	0.028
Si	-0.022	-0.012	0.023
Si	-0.011	0.012	0.031
Si	-0.011	-0.003	0.034
Si	0.032	-0.036	0.029
Si	-0.042	0.004	0.009
Si	0.011	0.033	0.007
Si	-0.006	0	0.018
Si	-0.004	0.003	-0.005
Si	-0.017	-0.011	-0.003
Si	-0.017	-0.015	-0.008
Si	-0.004	-0.002	-0.014
Si	-0.005	-0.005	-0.011
Si	-0.014	0.006	-0.006
Si	-0.008	-0.004	-0.004
Si	-0.001	-0.007	-0.009
Si	-0.016	-0.007	-0.016
Si	-0.01	0.004	0.014
Si	0.001	0.013	-0.014
Si	0.008	0.008	-0.045
Si	-0.016	-0.034	-0.006
Si	0.006	0.03	0
Si	0.02	0.009	-0.021
Si	0.008	-0.013	0.003
Si	0.017	-0.013	0.021
Si	0.013	0.01	0.003
Si	0.003	-0.007	-0.013
Si	0.002	0	-0.005
Si	0.01	0.006	-0.005
Si	0.01	-0.001	-0.001
Si	-0.001	0.005	-0.004
Si	-0.007	0.009	-0.006
Si	0.014	-0.015	-0.003
Si	0.01	0.012	-0.004
Si	-0.002	-0.009	-0.008
Si	0.015	0.006	-0.009
Si	-0.016	-0.003	0.005
Si	0.014	-0.023	0.002
Si	-0.018	0.004	-0.006
Si	0.001	0.009	-0.003
Si	0.007	-0.025	-0.007
Si	0.011	-0.005	-0.009
Si	0.004	-0.016	-0.014
Si	-0.014	-0.022	0.003
Si	-0.007	-0.003	-0.008
Si	-0.02	-0.011	0.017
Si	-0.014	-0.008	0.003
Si	-0.018	-0.006	-0.002
Si	0.001	0.005	0.008
Si	-0.016	-0.012	-0.007
Si	0.004	0.008	0.007
Si	-0.002	-0.022	0.018
Si	-0.007	-0.005	-0.006
Si	-0.015	0	0.024
Si	-0.004	0.02	0.02
Si	0.025	0.025	0.01
Si	0.034	0.012	-0.038
Si	-0.011	-0.005	0.034
Si	0.006	-0.001	-0.013
Si	0	0.002	0.016
Si	-0.034	-0.021	-0.034
Si	0.005	-0.002	0.002
Si	0.02	0.016	-0.02
Si	0.009	0.027	-0.031
Si	0.017	-0.004	-0.005
Si	-0.007	-0.005	-0.015
Si	0.035	0.034	-0.04
Si	-0.012	-0.009	-0.005
Si	0.003	-0.003	-0.046
Si	-0.002	-0.006	-0.027
Si	0.006	0.001	-0.042
Si	-0.007	0.001	-0.029
Si	0.027	-0.031	0
Si	-0.023	0	-0.004
Si	0.018	0.023	-0.022
Si	-0.01	-0.003	-0.029
Si	-0.001	-0.008	-0.031
Si	-0.023	-0.009	-0.027
Si	0.004	-0.022	-0.021
Si	0.017	-0.007	-0.015
Si	-0.006	-0.013	0.045
Si	-0.034	-0.041	0.055
Si	-0.008	-0.013	0.075
Si	0.016	0.008	0.035
Si	-0.022	0.003	0
Si	-0.008	-0.019	0.055
Si	0.017	0.013	0.059
Si	-0.026	-0.009	0.064
Si	0.008	0.026	0.07
Si	0.035	0.03	0.049
Si	-0.024	0.018	0.051
Si	-0.023	-0.005	0.04
Si	0.029	-0.091	0.03
Si	0.008	-0.003	0.057
Si	0.001	0.006	0.073
Si	-0.006	0.002	0.05
Si	0.004	0.026	0.008
Si	-0.39	-0.275	-0.646
Si	0.352	0.164	-0.65
Si	-0.162	-0.005	-0.689
Si	0.117	0.115	-0.684
Si	0.212	0.158	-0.683
Si	-0.046	-0.279	-0.6
Si	0.196	0.228	-0.794
Si	0.12	-0.084	-0.698
Si	-0.22	-0.143	-0.715
Si	0.133	0.156	-0.747
Si	-0.219	-0.106	-0.78
Si	0.14	0.12	-0.814
Si	-0.236	-0.208	-0.66
Si	0.329	0.511	-0.64
Si	-0.311	-0.09	-0.701
Si	0.247	0.107	-0.73
Si	-0.272	-0.061	-0.722
Si	-0.015	0.052	-0.654
Si	0.045	-0.042	0.136
Si	-0.049	0.123	0.041
Si	-0.072	0.043	0.056
Si	0.035	-0.07	-0.013
Si	-0.046	0.067	0.001
Si	0.018	-0.085	-0.005
Si	-0.084	-0.125	-0.143
Si	0.032	0.152	0.057
Si	0.11	0.042	-0.055
Si	0.092	-0.08	0.087
Si	0.033	0.043	-0.057
Si	0.003	0.096	-0.121
Si	0.039	0.032	-0.091
Si	-0.01	0.022	-0.084
Si	-0.072	0.04	-0.294
Si	0.061	0.141	-0.072
Si	-0.068	0.047	0.011
Si	-0.038	0.031	0.085
Si	-0.054	0.091	0.001
Si	-0.047	-0.049	0.073
Si	0.003	-0.02	0.16
Si	-0.091	-0.098	-0.074
Si	0.068	-0.016	-0.14
Si	-0.139	0.015	0.022
Si	0.149	-0.017	-0.179
Si	0.031	-0.06	-0.009
Si	0.082	-0.103	0.087
Si	0.095	0.04	-0.073
Si	-0.052	-0.042	0.028
Si	0.051	-0.036	0.071
Si	0.123	0.019	-0.025
Si	-0.098	-0.072	-0.052
Si	0.021	-0.045	-0.101
Si	0.048	-0.019	-0.038
Si	0.101	0.037	0.065
Si	0.019	0.063	0.099
Si	0.039	0.09	-0.104
Si	-0.049	0.039	0.116
Si	-0.093	-0.039	0.02
Si	0.109	-0.024	0.153
Si	-0.044	-0.02	-0.019
Si	0.094	-0.016	-0.1
Si	-0.02	0.043	0.082
Si	0.11	0.105	-0.141
Si	-0.018	-0.042	-0.043
Si	0.166	0.066	0.048
Si	-0.116	0.071	0.196
Si	0.009	-0.07	0.112
Si	-0.004	0.067	0.075
Si	0.004	-0.026	0.029
Si	0.017	-0.062	0.022
Si	0.077	-0.128	0.103
Si	-0.019	0.028	0.211
Si	0.007	-0.175	-0.118
Si	-0.142	0.298	0.624
Si	0.292	-0.215	0.75
Si	-0.189	0.076	0.665
Si	-0.092	0.324	0.686
Si	0.045	-0.242	0.622
Si	-0.344	0.221	0.725
Si	0.236	-0.011	0.661
Si	-0.222	0.253	0.757
Si	0.128	-0.287	0.677
Si	-0.318	0.195	0.692
Si	0.244	-0.339	0.594
Si	-0.249	0.374	0.621
Si	0.079	-0.137	0.808
Si	-0.428	0.148	0.624
Si	0.319	-0.349	0.637
Si	-0.128	0.13	0.722
Si	0.138	-0.148	0.608
Si	-0.183	0.233	0.694
Si	0.006	-0.026	-0.018
Si	-0.024	-0.007	-0.027
Si	0.043	0.036	-0.029
Si	-0.011	-0.009	-0.041
Si	0.042	0.007	-0.009
Si	-0.006	-0.008	-0.046
Si	-0.026	-0.002	-0.063
Si	-0.008	-0.032	-0.057
Si	-0.012	-0.001	-0.043
Si	-0.008	0.025	-0.023
Si	-0.017	0.031	-0.018
Si	-0.008	-0.007	-0.017
Si	0.059	-0.013	-0.067
Si	-0.043	-0.024	-0.086
Si	0	0.026	-0.077
Si	-0.012	0.022	-0.063
Si	0.012	0.001	-0.05
Si	-0.024	-0.088	-0.024
Si	0.007	-0.028	0.044
Si	0.029	-0.04	0.02
Si	-0.037	0.026	-0.002
Si	0.005	-0.007	0.013
Si	-0.041	-0.019	0.027
Si	-0.014	0.013	0
Si	0.001	0	0.003
Si	0.022	0.014	0.006
Si	-0.015	0.007	-0.004
Si	0.007	0.001	0.011
Si	0.013	0.004	0.015
Si	0.003	0.011	-0.001
Si	-0.006	0.002	0.03
Si	-0.003	0.019	0.04
Si	0.013	-0.016	0.024
Si	0.021	0.002	0.041
Si	0.019	0.039	0.014
Si	-0.025	0.063	0.019
Si	-0.016	0.019	-0.022
Si	0.012	0.02	0.004
Si	0.024	0.011	0.026
Si	0.022	0.004	0.01
Si	0.012	-0.005	-0.012
Si	0.006	0.017	0.026
Si	-0.009	0.011	0.011
Si	-0.017	-0.027	0.001
Si	-0.014	0.023	0.001
Si	-0.001	-0.001	0.015
Si	-0.01	0.022	-0.003
Si	-0.006	-0.02	0.016
Si	0.013	-0.026	-0.01
Si	0.004	-0.017	0.018
Si	0.005	-0.005	-0.016
Si	-0.008	0.011	0.019
Si	-0.014	0.003	0.008
Si	-0.022	-0.012	0.016
Si	0.01	0.007	0.017
Si	-0.002	-0.002	-0.003
Si	0.007	-0.013	-0.007
Si	-0.02	-0.001	0.005
Si	0.002	0.018	-0.01
Si	0.015	-0.008	0.002
Si	0.003	-0.002	0.002
Si	-0.017	-0.023	0.001
Si	-0.002	-0.001	0.005
Si	-0.009	0.015	-0.021
Si	0.01	-0.003	-0.013
Si	0.005	-0.011	-0.008
Si	-0.004	-0.011	0.004
Si	0.001	0.019	-0.003
Si	0.013	0.01	-0.024
Si	-0.003	0.009	0.003
Si	0.009	-0.008	-0.011
Si	-0.001	-0.012	-0.018
Si	-0.036	-0.017	0.017
Si	0.007	-0.001	0.029
Si	0.005	-0.003	0.008
Si	0.001	0.03	-0.005
Si	-0.024	0.008	0.028
Si	0.001	-0.009	-0.005
Si	0.006	0.026	0.034
Si	0.036	0.014	-0.008
Si	0.015	0.004	0.012
Si	0.006	0.014	0.02
Si	-0.018	0.013	0.024
Si	0.018	-0.017	-0.008
Si	0.002	-0.02	0.019
Si	-0.001	0.016	-0.001
Si	0.011	-0.049	-0.002
Si	-0.009	-0.03	0.034
Si	0.013	0.009	-0.003
Si	0	0	-0.004
Si	-0.02	0.031	-0.013
Si	-0.029	-0.004	-0.005
